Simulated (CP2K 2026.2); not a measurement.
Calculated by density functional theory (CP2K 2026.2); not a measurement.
Periodic cell of 2016 atoms, Si1440O576, from a study of silicon, its oxide and their interface. The atomic structure is a simulated model.
Doubt: the forces sum to 9.78 eV/angstrom along one axis rather than to zero, so they err by at least 0.0049 eV/angstrom per atom on average; the grid cutoff is modest.

Settings
functional: PBE
method: Gaussian and plane waves
basis set: DZVP-MOLOPT-SR-GTH
pseudopotentials: GTH-PBE
grid cutoff: 300 Ry, relative cutoff 40 Ry
k points: Gamma only
occupations: fixed
spin: none
net charge: 0

Cell vectors (angstrom)
a 65.28 0 0
b 0 16.32 0
c 1.5749 4.0328 33.5565

Atoms and the computed forces on them: element, x, y, z (angstrom), force x, y, z (eV/angstrom)
Si 1.16 -1.328 0.172 0.24 -0.195 0.675
Si 3.731 1.306 0.308 0.318 -0.083 0.585
Si 1.584 3.631 0.38 -0.112 0.206 0.762
Si 3.548 7.325 0.254 -0.033 -0.162 0.705
Si 1.355 -6.811 0.544 -0.011 -0.004 0.478
Si 4.17 -4.401 0.306 -0.101 0.285 0.705
Si 7.062 -1.684 0.134 -0.251 0.141 0.729
Si 8.984 1.722 -0.104 0.35 -0.24 0.784
Si 6.682 3.875 0.103 -0.099 0.166 0.683
Si 9.592 6.636 0.062 -0.183 0.104 0.639
Si 6.304 9.649 0.294 0.288 -0.161 0.725
Si 9.203 12.322 0.173 0.21 -0.103 0.73
Si 12 -1.238 -0.103 0.007 -0.045 0.736
Si 14.953 1.16 0.147 -0.163 0.233 0.684
Si 11.926 4.514 0.204 -0.036 -0.188 0.683
Si 14.674 7.077 0.156 0.064 -0.062 0.653
Si 12.42 9.267 0.007 -0.14 0.162 0.682
Si 15.051 -4.198 0.15 -0.339 0.269 0.782
Si 17.315 -0.973 0.066 0.231 -0.241 0.675
Si 20.252 1.618 0.257 0.123 -0.313 0.69
Si 17.809 3.645 0.058 -0.239 0.464 0.586
Si 20.186 6.903 0.18 0.249 -0.239 0.684
Si 17.982 -7.136 0.151 -0.288 0.29 0.714
Si 20.728 -4.391 -0.01 -0.163 0.1 0.741
Si 23.2 -1.348 -0.055 -0.191 0.092 0.662
Si 25.569 1.561 -0.184 0.199 -0.171 0.675
Si 23.298 3.777 -0.1 -0.07 0.232 0.686
Si 26.001 6.645 0.051 -0.174 0.171 0.688
Si 22.963 -6.627 -0.133 0.214 -0.255 0.632
Si 26.219 -4.36 0.124 -0.53 0.265 0.551
Si 28.503 -1.701 0.227 0.001 0.257 0.606
Si 31.398 1.201 -0.078 -0.19 0.155 0.698
Si 28.085 4.317 0.12 0.191 -0.028 0.756
Si 31.39 6.419 -0.123 -0.218 0.349 0.663
Si 28.417 -6.679 0.032 0.359 -0.345 0.6
Si 30.896 -3.676 0.001 0.138 -0.092 0.766
Si 33.7 -0.906 0.131 0.034 -0.199 0.781
Si 36.961 1.123 -0.006 -0.134 0.239 0.71
Si 33.753 4.288 -0.065 0.236 -0.199 0.72
Si 36.51 7.118 -0.215 0.171 -0.172 0.691
Si 34.143 -7.087 -0.243 -0.063 0.215 0.714
Si 36.842 -3.976 -0.104 -0.344 0.11 0.67
Si 39.299 -0.97 0.154 0.017 -0.2 0.72
Si 41.808 1.816 0.009 0.28 -0.209 0.732
Si 39.567 4.04 0.057 -0.196 0.223 0.677
Si -23.034 6.917 0.188 0.236 -0.278 0.622
Si 38.986 -6.264 -0.016 0.182 -0.234 0.739
Si -22.95 -4.219 0.15 -0.201 0.177 0.712
Si -20.439 -1.468 -0.251 -0.014 0.181 0.74
Si -18.026 1.511 0.158 0.327 -0.13 0.763
Si -20.058 3.894 0.141 -0.179 0.211 0.78
Si -17.343 6.785 -0.135 0.105 -0.305 0.719
Si -20.676 -6.406 0.021 0.244 -0.23 0.698
Si -17.298 -4.347 0.154 -0.377 0.4 0.585
Si -14.779 -1.428 0.186 -0.119 0.073 0.772
Si -12.373 1.512 0.093 0.446 -0.25 0.656
Si -14.535 3.81 0.339 -0.346 0.098 0.805
Si -11.859 6.433 0.064 -0.159 0.195 0.733
Si -14.984 -6.567 0.108 0.371 -0.405 0.568
Si -11.774 -4.517 0.115 -0.223 0.352 0.686
Si -8.995 -1.612 0.089 -0.343 0.121 0.694
Si -6.492 1.075 0.272 -0.034 0.169 0.739
Si -9.472 4.383 0.118 0.066 -0.229 0.612
Si -6.379 6.596 -0.018 -0.164 0.224 0.758
Si -9.56 -6.73 0.305 0.171 -0.147 0.756
Si -6.837 -3.865 0.27 0.039 -0.239 0.769
Si -4.332 -1.153 0.22 0.155 -0.071 0.758
Si -1.08 0.938 0.05 -0.269 0.295 0.72
Si -4.141 4.338 -0.017 0.152 -0.223 0.697
Si -1.487 7.065 0.139 0.071 -0.133 0.726
Si -3.585 -6.946 0.088 -0.292 0.034 0.694
Si -0.803 -4.612 0.212 -0.003 0.053 0.66
Si 2.623 -0.192 1.627 -0.013 -0.021 -0.064
Si 5.341 2.58 1.494 -0.017 0 -0.035
Si 2.661 5.443 1.432 0.027 -0.016 -0.057
Si 5.175 8.213 1.715 -0.013 -0.031 -0.053
Si 2.729 -5.448 1.794 0 0.01 -0.066
Si 5.387 -2.742 1.439 0.025 -0.016 -0.09
Si 8.12 0.025 1.353 -0.013 0.023 -0.054
Si 10.703 2.776 1.237 -0.009 -0.012 -0.05
Si 7.946 5.479 1.333 0.024 -0.001 -0.071
Si 10.806 8.177 1.369 0.038 0.012 -0.034
Si 8.034 10.768 1.454 -0.014 0.017 -0.037
Si 10.844 -2.757 1.328 -0.025 0.018 -0.072
Si 13.334 0.046 1.386 0.032 -0.035 -0.062
Si 16.178 2.7 1.438 -0.017 -0.019 -0.059
Si 13.502 5.574 1.541 0.007 0.006 -0.046
Si 16.274 -8.121 1.429 0.012 0.011 -0.03
Si 13.51 -5.454 1.384 -0.009 -0.013 -0.036
Si 16.254 -2.628 1.367 0.007 -0.008 -0.007
Si 18.988 0.009 1.401 -0.035 -0.02 -0.034
Si 21.813 2.792 1.465 0.013 -0.008 -0.043
Si 18.9 5.358 1.346 -0.027 -0.043 -0.046
Si 21.817 -8.176 1.295 0 0.049 -0.036
Si 19.085 -5.442 1.339 -0.004 0.031 -0.073
Si 21.818 -2.747 1.262 -0.01 0.004 -0.056
Si 24.397 0.12 1.307 0.032 -0.026 -0.035
Si 27.018 2.683 1.344 -0.038 -0.015 -0.065
Si 24.392 5.419 1.24 0.014 -0.019 -0.034
Si 27.221 -8.192 1.37 -0.005 0.017 -0.035
Si 24.482 -5.467 1.247 -0.003 0.025 0.017
Si 27.142 -2.845 1.662 -0.006 0.017 0.035
Si 29.77 0.044 1.21 0.024 -0.006 -0.036
Si 32.578 2.744 1.276 0.008 -0.019 -0.063
Si 29.834 5.384 1.294 -0.005 0.008 -0.048
Si 32.564 -8.2 1.124 -0.006 -0.003 -0.072
Si 29.979 -5.44 1.28 -0.014 0.025 -0.052
Si 32.522 -2.576 1.297 -0.005 -0.004 -0.071
Si 35.335 0.148 1.403 -0.003 -0.001 -0.049
Si 38.027 2.792 1.296 0.03 -0.011 -0.051
Si 35.382 5.493 1.139 -0.014 0.019 -0.042
Si 37.979 -8.011 1.213 0.018 -0.008 -0.043
Si 35.224 -5.33 1.048 0.014 -0.018 -0.047
Si 38.066 -2.586 1.337 0.02 0.003 -0.015
Si 40.815 0.21 1.431 0.006 -0.012 -0.061
Si -21.769 2.796 1.321 0.009 -0.016 -0.031
Si -24.468 5.513 1.38 -0.003 0 -0.026
Si -21.592 -8.088 1.411 0.022 0.031 -0.002
Si -24.576 -5.37 1.34 0.012 -0.027 -0.024
Si -21.754 -2.626 1.341 0.016 -0.026 -0.066
Si -19.18 -0.098 1.341 -0.024 -0.018 -0.057
Si -16.285 2.635 1.35 -0.009 -0.003 -0.025
Si -18.807 5.488 1.29 0.025 0.022 -0.079
Si -16.03 -8.281 1.339 -0.027 0.03 -0.011
Si -19.008 -5.406 1.334 0.011 -0.006 0.029
Si -16.229 -2.726 1.456 -0.009 -0.002 -0.028
Si -13.47 -0.021 1.477 -0.004 -0.006 -0.061
Si -10.66 2.666 1.297 0 -0.019 -0.069
Si -13.36 5.381 1.561 0.002 0.007 -0.086
Si -10.809 -8.279 1.482 -0.013 -0.027 -0.063
Si -13.417 -5.489 1.45 0.008 0.026 -0.018
Si -10.712 -2.748 1.29 -0.018 0.012 -0.069
Si -7.996 -0.103 1.576 -0.003 0.005 -0.059
Si -5.259 2.73 1.358 -0.024 0.025 -0.034
Si -7.97 5.549 1.427 0.042 0.017 -0.032
Si -5.26 8.193 1.312 0.009 -0.011 -0.076
Si -7.988 -5.495 1.492 0.002 0.01 -0.055
Si -5.344 -2.725 1.615 -0.002 -0.005 -0.075
Si -2.671 -0.068 1.453 -0.001 -0.008 -0.043
Si -0.07 2.531 1.526 -0.024 -0.041 -0.055
Si -2.634 5.443 1.407 -0.005 0.027 -0.084
Si -0.04 8.086 1.677 -0.027 0.003 -0.034
Si -2.493 -5.531 1.552 -0.006 0.02 -0.059
Si 0.083 -2.882 1.525 -0.021 0.028 -0.059
Si 1.296 1.236 2.938 0.017 0.023 0.034
Si 4.055 4.077 2.805 0.006 -0.016 0.031
Si 1.344 6.695 2.93 0.03 -0.006 0.007
Si 4.014 9.538 3.169 -0.009 0.016 0.042
Si 1.395 -4.052 3.042 -0.01 -0.007 0.03
Si 4.095 -1.443 2.905 0.01 -0.016 0.017
Si 6.758 1.284 2.826 0.009 -0.011 0.002
Si 9.371 4.114 2.697 0.008 0.007 0.047
Si 6.682 6.795 2.816 -0.001 -0.019 -0.001
Si 9.459 9.489 2.78 0.003 0.004 0.003
Si 6.731 12.197 2.829 -0.017 0.001 0.043
Si 9.523 -1.327 2.711 -0.022 -0.039 0.034
Si 12.057 1.461 2.714 -0.025 0.039 0.004
Si 14.879 4.127 2.773 0.01 0.002 0.02
Si 12.135 6.9 2.861 -0.021 0.004 0.042
Si 14.925 -6.749 2.772 -0.027 0.008 0.036
Si 12.162 -4.094 2.741 0.018 0.021 0.016
Si 14.794 -1.333 2.711 0.009 -0.005 0.025
Si 17.603 1.358 2.783 0 0.009 0.044
Si 20.347 4.114 2.743 -0.033 0.022 0.018
Si 17.594 6.756 2.737 0.022 -0.016 0.035
Si 20.436 -6.815 2.699 0.014 -0.013 0.037
Si 17.676 -4.043 2.66 -0.009 -0.006 0.008
Si 20.394 -1.408 2.647 0.033 0.025 -0.013
Si 23.118 1.399 2.792 -0.016 -0.013 0.02
Si 25.716 4.084 2.697 -0.008 0.02 0.045
Si 23.108 6.777 2.673 -0.004 -0.007 -0.001
Si 25.817 -6.821 2.673 -0.002 -0.005 0.005
Si 23.16 -4.081 2.662 -0.005 -0.037 0.023
Si 25.741 -1.298 2.709 -0.023 0.011 -0.015
Si 28.476 1.382 2.641 0.02 -0.014 -0.001
Si 31.208 4.059 2.658 0.001 0 0.031
Si 28.58 6.79 2.706 -0.013 -0.016 0.024
Si 31.329 -6.809 2.591 0.007 -0.009 0.009
Si 28.612 -4.198 2.818 0.04 -0.053 0.035
Si 31.165 -1.25 2.67 -0.023 0.017 0.031
Si 33.972 1.502 2.713 -0.026 0.012 0.033
Si 36.674 4.174 2.602 -0.004 0.006 0.011
Si 33.958 6.805 2.534 0.004 0.022 0.055
Si 36.583 -6.666 2.551 -0.031 -0.004 0.037
Si 33.915 -4.026 2.538 0.034 0.023 0
Si 36.67 -1.284 2.703 -0.001 -0.003 0.027
Si 39.396 1.508 2.749 -0.012 0.003 0.047
Si -23.104 4.148 2.724 0.005 0.013 0.021
Si -25.889 6.943 2.596 -0.021 0.012 0.002
Si -23.146 -6.763 2.66 0.031 0.014 0.028
Si -25.873 -3.97 2.698 -0.005 0.007 0.016
Si -23.116 -1.254 2.688 -0.011 -0.004 0.004
Si -20.483 1.34 2.692 0 -0.005 0.031
Si -17.57 4.073 2.713 0.013 0.014 0.017
Si -20.212 6.833 2.677 -0.031 -0.042 0.008
Si -17.584 -6.875 2.61 0.049 0.006 0.001
Si -20.345 -3.998 2.688 -0.034 -0.008 0.023
Si -17.678 -1.354 2.703 0.007 0.047 0
Si -14.899 1.335 2.762 0.002 0.008 0.025
Si -11.986 3.976 2.807 0.004 -0.011 0.038
Si -14.77 6.757 2.814 -0.033 -0.035 0.003
Si -12.153 -6.893 2.827 0.004 -0.008 0.023
Si -14.819 -4.095 2.766 -0.037 -0.01 0.023
Si -12.079 -1.428 2.721 0.016 -0.012 0.014
Si -9.411 1.319 2.766 0.005 0.015 0.001
Si -6.674 4.059 2.734 0.001 -0.003 0.008
Si -9.357 6.799 2.839 -0.026 -0.009 0.023
Si -6.616 -6.854 2.781 -0.002 -0.028 0.008
Si -9.408 -4.096 2.773 0.001 0.011 0.033
Si -6.688 -1.412 2.987 -0.007 0.009 0.039
Si -3.961 1.373 2.801 -0.01 -0.001 0.007
Si -1.345 4.032 2.804 0.007 0.017 -0.006
Si -3.996 6.801 2.781 0.015 0.019 0.033
Si -1.308 -6.852 3.042 0.003 -0.002 0.039
Si -3.925 -4.137 2.826 0.003 -0.022 0.006
Si -1.341 -1.479 2.815 0.013 -0.002 0.016
Si -0.034 -0.117 4.262 -0.008 -0.023 -0.013
Si 2.693 2.692 4.186 -0.003 0.01 -0.04
Si -0.005 5.341 4.249 -0.021 -0.008 0.003
Si 2.652 8.076 4.346 -0.006 0.011 -0.005
Si 0.048 -5.464 4.345 -0.005 -0.009 -0.015
Si 2.771 -2.728 4.35 0.009 -0.005 -0.003
Si 5.427 -0.041 4.226 -0.004 0.025 0.025
Si 8.111 2.711 4.135 0.027 -0.004 -0.016
Si 5.409 5.395 4.212 -0.021 -0.017 -0.009
Si 8.101 8.134 4.155 -0.006 0.01 -0.001
Si 5.455 10.913 4.344 0.006 0.031 0.007
Si 8.14 -2.708 4.107 0.005 0.001 -0.047
Si 10.819 0.032 4.122 0.012 -0.018 0.006
Si 13.493 2.751 4.085 0.003 -0.009 0.023
Si 10.767 5.444 4.115 -0.003 -0.015 -0.024
Si 13.557 -8.092 4.163 -0.015 0.013 0.001
Si 10.811 -5.442 4.125 0.014 -0.003 0.013
Si 13.527 -2.732 4.108 0.021 -0.008 -0.007
Si 16.21 -0.01 4.089 0.01 0.008 -0.001
Si 19.002 2.723 4.1 -0.016 -0.007 0.001
Si 16.259 5.443 4.141 0.006 0.009 0.013
Si 19.017 -8.172 4.038 -0.01 0.021 -0.012
Si 16.307 -5.379 4.073 0.024 -0.002 0.021
Si 19.03 -2.72 4.051 -0.008 -0.014 0.019
Si 21.72 -0.024 4.048 0.012 -0.007 -0.013
Si 24.442 2.757 4.142 0.002 0.026 -0.001
Si 21.71 5.482 4.076 0 0.001 -0.004
Si 24.469 -8.182 4.037 0.011 0.014 0.015
Si 21.778 -5.434 4.043 -0.004 0.014 -0.006
Si 24.442 -2.7 4.069 0.011 -0.011 0.016
Si 27.158 0.024 4.043 -0.037 0.013 -0.004
Si 29.855 2.717 4.021 0.006 -0.004 0.013
Si 27.162 5.433 4.022 0 -0.034 -0.03
Si 29.941 -8.129 4.004 -0.004 0.002 -0.012
Si 27.173 -5.504 4.097 -0.008 0.007 0.016
Si 29.912 -2.693 4.068 0.009 0.023 -0.029
Si 32.593 0.075 4.011 -0.012 -0.012 -0.015
Si 35.337 2.853 4.035 0 -0.001 0.015
Si 32.608 5.466 3.956 0.014 0.006 -0.011
Si 35.284 -8.099 3.922 -0.009 0.014 -0.028
Si 32.635 -5.407 3.964 0.001 0.006 0.016
Si 35.291 -2.697 3.971 -0.003 -0.018 -0.009
Si 38.044 0.082 4.05 0.009 0.014 -0.014
Si -24.487 2.821 4.09 0 -0.017 0.001
Si -27.23 5.539 3.952 0.027 0 0.014
Si -24.507 -8.1 4.015 -0.006 0.009 0.027
Si -27.279 -5.373 3.968 0.017 -0.032 -0.009
Si -24.492 -2.627 4.032 0.013 0.001 0.028
Si -21.789 0.039 4.112 0.002 0.011 0.012
Si -19.031 2.72 3.999 -0.001 -0.007 -0.02
Si -21.688 5.509 4.008 0.003 0.015 0.003
Si -18.924 -8.14 4.07 0.006 0.012 0.014
Si -21.764 -5.377 3.995 0.007 -0.008 -0.01
Si -19.001 -2.7 4.09 -0.004 -0.004 0.017
Si -16.293 -0.01 4.076 -0.028 -0.015 0.017
Si -13.495 2.692 4.102 0.004 -0.003 -0.016
Si -16.219 5.415 4.099 -0.011 0.001 -0.009
Si -13.505 -8.191 4.202 0.019 0 0.042
Si -16.251 -5.486 4.022 -0.007 -0.012 -0.002
Si -13.479 -2.731 4.109 0.013 0 0.015
Si -10.778 -0.041 4.114 -0.017 -0.01 0.004
Si -8.044 2.698 4.111 0.006 0.005 -0.005
Si -10.702 5.39 4.168 -0.008 0.001 -0.006
Si -8.016 -8.153 4.172 -0.016 0.011 0.005
Si -10.778 -5.47 4.121 -0.006 0.002 -0.012
Si -8.094 -2.787 4.23 -0.001 -0.005 -0.005
Si -5.318 0.022 4.21 0.012 0.002 0.008
Si -2.668 2.704 4.215 -0.01 0 0.013
Si -5.357 5.421 4.141 -0.001 0.024 -0.031
Si -2.704 8.092 4.28 -0.017 -0.021 -0.005
Si -5.311 -5.49 4.173 0.01 0.002 -0.002
Si -2.656 -2.777 4.242 0.02 0.016 0.01
Si 1.341 -1.421 16.523 -0.006 0.004 -0.003
Si 4.052 1.305 16.465 -0.005 -0.018 -0.017
Si 1.316 4.033 16.527 0.003 0.005 0
Si 4.036 6.762 16.437 -0.009 0.003 -0.016
Si 1.334 -6.818 16.508 0.009 -0.017 0.009
Si 4.067 -4.124 16.512 -0.009 0 -0.008
Si 6.814 -1.383 16.453 -0.003 -0.004 -0.007
Si 9.516 1.336 16.449 0 -0.018 -0.004
Si 6.831 4.036 16.455 -0.011 0.001 -0.008
Si 9.567 6.795 16.488 0 -0.007 0.004
Si 6.81 9.482 16.501 0.008 -0.002 0.019
Si 9.562 -4.105 16.436 0.007 -0.002 -0.007
Si 12.23 -1.407 16.411 -0.004 -0.012 -0.007
Si 14.981 1.374 16.357 0.001 -0.007 -0.008
Si 12.26 4.102 16.451 -0.002 0.01 0.002
Si 14.97 -9.511 16.424 0.01 -0.02 -0.004
Si 12.319 -6.828 16.458 -0.012 0.003 -0.001
Si 14.952 -4.119 16.354 -0.015 -0.015 -0.015
Si 17.71 -1.347 16.279 0.013 -0.008 -0.019
Si 20.435 1.421 16.275 0.006 0.012 0
Si 17.714 4.115 16.355 0.012 0 -0.005
Si 20.43 -9.566 16.275 -0.009 -0.011 -0.014
Si 17.713 -6.815 16.312 -0.006 -0.002 -0.009
Si 20.44 -4.089 16.263 -0.001 0.008 -0.031
Si 23.165 -1.333 16.208 -0.005 -0.008 -0.011
Si 25.87 1.38 16.256 0.006 -0.013 -0.01
Si 23.157 4.076 16.309 -0.001 -0.006 -0.009
Si 25.87 -9.495 16.314 -0.002 -0.005 -0.002
Si 23.206 -6.822 16.255 -0.005 0.008 -0.017
Si 25.909 -4.062 16.21 0.002 0.004 -0.006
Si 28.585 -1.347 16.299 -0.007 0.011 -0.008
Si 31.302 1.399 16.322 0.009 -0.006 0.004
Si 28.594 4.096 16.29 -0.005 0.001 0.006
Si 31.319 -9.5 16.311 -0.003 0.001 0.001
Si 28.622 -6.803 16.28 -0.014 -0.002 0.005
Si 31.289 -4.022 16.28 -0.009 0.007 -0.012
Si 34.01 -1.296 16.302 0.005 -0.005 0
Si 36.693 1.419 16.307 0.012 -0.007 -0.004
Si 33.989 4.126 16.368 -0.001 -0.009 -0.004
Si 36.718 -9.438 16.318 0.003 0.006 0.006
Si 34.025 -6.743 16.311 -0.002 0.022 0
Si 36.7 -4.024 16.32 0.002 0.001 -0.006
Si 39.398 -1.306 16.3 0.004 -0.013 0.002
Si -23.145 1.391 16.256 -0.001 0.008 -0.005
Si -25.843 4.149 16.245 0.001 -0.001 -0.006
Si -23.163 -9.462 16.267 0.006 -0.002 -0.01
Si -25.846 -6.74 16.327 0.014 0.002 -0.005
Si -23.181 -4.047 16.253 0.001 -0.023 -0.002
Si -20.45 -1.368 16.23 -0.017 -0.014 0.004
Si -17.699 1.375 16.171 -0.016 0.017 -0.013
Si -20.467 4.091 16.18 -0.001 0 -0.019
Si -17.736 -9.521 16.169 0.005 -0.013 -0.009
Si -20.441 -6.783 16.194 0.009 -0.01 -0.01
Si -17.753 -4.071 16.222 -0.001 -0.02 -0.011
Si -14.953 -1.323 16.221 0.002 0.031 0
Si -12.284 1.354 16.254 -0.021 0.014 -0.007
Si -14.961 4.064 16.204 -0.001 -0.013 -0.013
Si -12.258 -9.542 16.225 0 0.002 -0.012
Si -14.995 -6.794 16.2 0.01 0.012 -0.006
Si -12.224 -4.052 16.286 0.014 0.01 0.003
Si -9.525 -1.381 16.33 -0.003 0.003 0.001
Si -6.824 1.315 16.388 -0.008 0.01 -0.033
Si -9.547 4.074 16.315 -0.002 -0.012 -0.015
Si -6.767 6.814 16.368 0.001 0.012 -0.012
Si -9.523 -6.759 16.329 0.014 0.025 0.002
Si -6.78 -4.11 16.416 0.009 -0.009 -0.006
Si -4.079 -1.401 16.485 -0.007 0.026 -0.009
Si -1.361 1.311 16.496 0.001 -0.01 -0.001
Si -4.085 4.057 16.435 -0.013 0.007 -0.002
Si -1.385 6.78 16.526 0.002 0.005 -0.007
Si -4.073 9.484 16.523 -0.01 -0.004 0
Si -1.375 -4.112 16.52 -0.004 0.014 0.005
Si 2.674 -0.021 17.859 0.013 -0.006 0.006
Si 5.463 2.637 17.773 -0.008 0.002 -0.008
Si 2.712 5.404 17.832 -0.01 0 0.011
Si 5.359 8.119 17.799 -0.02 -0.015 -0.02
Si 2.699 -5.486 17.895 0.009 0.013 -0.004
Si 5.441 -2.724 17.811 0.011 0.017 0.007
Si 8.179 -0.047 17.832 0 0.011 0.002
Si 10.867 2.733 17.774 0.01 0.021 0.001
Si 8.172 5.427 17.813 0.017 0 0.015
Si 10.999 8.121 17.85 0.024 -0.018 -0.017
Si 8.224 10.862 17.808 -0.017 -0.008 0.002
Si 10.911 -2.778 17.841 0.013 0 0.017
Si 13.613 -0.012 17.683 -0.013 0.002 -0.024
Si 16.334 2.767 17.701 -0.026 0.01 -0.011
Si 13.621 5.466 17.843 -0.024 0.029 -0.007
Si 16.365 -8.13 17.73 -0.001 -0.011 -0.023
Si 13.674 -5.464 17.841 0.024 0.002 -0.001
Si 16.347 -2.732 17.598 0.003 -0.004 -0.023
Si 19.065 0.06 17.591 -0.001 -0.021 -0.019
Si 21.808 2.724 17.692 -0.014 -0.005 0.019
Si 19.094 5.46 17.731 0.009 0.012 0.028
Si 21.883 -8.265 17.559 0.035 -0.022 -0.043
Si 19.104 -5.466 17.629 -0.002 0.016 0.029
Si 21.826 -2.698 17.547 0.021 -0.005 -0.002
Si 24.517 -0.001 17.588 -0.004 0.003 -0.005
Si 27.2 2.75 17.626 -0.002 0.006 0.004
Si 24.499 5.458 17.673 -0.012 0.002 -0.028
Si 27.287 -8.168 17.661 0.008 0.002 0.014
Si 24.604 -5.441 17.557 -0.006 -0.005 -0.004
Si 27.205 -2.718 17.636 -0.006 0 0
Si 29.954 0.012 17.659 -0.001 -0.024 0.002
Si 32.639 2.732 17.753 -0.009 0 -0.021
Si 29.988 5.415 17.661 -0.002 -0.021 -0.016
Si 32.676 -8.117 17.661 0.015 -0.021 -0.004
Si 29.946 -5.399 17.63 0.011 0.003 -0.009
Si 32.645 -2.659 17.64 0.001 0.001 -0.004
Si 35.33 0.075 17.702 -0.01 0.013 0.003
Si 38.083 2.807 17.599 -0.004 -0.001 -0.007
Si 35.329 5.564 17.689 -0.014 -0.003 0.009
Si 38.088 -8.095 17.708 -0.007 0.006 0.017
Si 35.36 -5.383 17.71 -0.014 0.014 0.016
Si 38.014 -2.629 17.689 -0.013 -0.002 -0.013
Si 40.809 0.022 17.638 0.006 0 0.02
Si -21.802 2.778 17.606 0.009 0.001 -0.004
Si -24.503 5.491 17.642 0 0.008 0.008
Si -21.79 -8.087 17.596 -0.018 0.006 0.022
Si -24.484 -5.375 17.699 0.018 -0.008 0.026
Si -21.811 -2.729 17.612 0.01 0.023 0.002
Si -19.102 0.061 17.507 0.021 0.025 0.002
Si -16.282 2.657 17.529 0.026 -0.003 0.017
Si -19.098 5.427 17.501 -0.022 -0.008 0.002
Si -16.394 -8.149 17.507 -0.028 -0.015 -0.021
Si -19.111 -5.455 17.584 -0.004 0.011 -0.006
Si -16.377 -2.659 17.488 -0.003 -0.017 -0.004
Si -13.598 -0.007 17.65 0.021 -0.001 0
Si -10.974 2.731 17.613 0.02 0.032 0.007
Si -13.636 5.441 17.569 0.013 -0.016 0.005
Si -10.885 -8.203 17.565 -0.015 -0.002 -0.022
Si -13.618 -5.442 17.539 -0.028 -0.019 0.024
Si -10.895 -2.692 17.709 0.004 -0.004 -0.007
Si -8.179 -0.066 17.727 -0.007 0.001 0.008
Si -5.475 2.685 17.73 0.013 -0.006 0.02
Si -8.165 5.453 17.635 0.01 0 -0.029
Si -5.445 8.093 17.854 0.008 -0.02 0.027
Si -8.213 -5.39 17.753 -0.048 -0.007 0.022
Si -5.426 -2.791 17.831 -0.004 -0.017 -0.006
Si -2.688 -0.075 17.855 -0.006 -0.021 0.008
Si -0.085 2.698 17.909 -0.014 0.015 -0.019
Si -2.762 5.396 17.859 0.007 0.009 -0.003
Si -0.053 -8.14 17.886 0.007 0.017 0.018
Si -2.731 -5.453 17.908 -0.004 -0.018 -0.011
Si -0.018 -2.782 17.914 0.002 0.013 0.006
Si 1.289 1.335 19.233 -0.01 -0.014 -0.016
Si 4.126 3.999 19.109 -0.002 0.017 -0.031
Si 1.317 6.776 19.164 0.012 -0.004 -0.018
Si 4.045 -6.872 19.244 0.011 -0.021 -0.016
Si 1.317 -4.171 19.289 -0.013 0.006 -0.003
Si 4.065 -1.375 19.185 0.011 0.002 -0.04
Si 6.781 1.289 19.182 -0.015 -0.003 -0.004
Si 9.551 4.101 19.192 -0.001 -0.009 -0.023
Si 6.698 6.74 19.11 -0.047 -0.045 -0.022
Si 9.646 9.519 19.145 0.022 0.022 -0.004
Si 6.821 -4.099 19.125 -0.004 0.013 -0.049
Si 9.515 -1.438 19.2 -0.008 -0.01 -0.015
Si 12.236 1.32 19.046 0.012 -0.022 -0.025
Si 14.983 4.066 19.15 0.003 -0.006 -0.009
Si 12.354 6.824 19.335 -0.006 0.015 -0.021
Si 15.13 -6.765 19.204 0.011 0.034 0.019
Si 12.298 -4.129 19.228 -0.015 0.008 -0.017
Si 15.017 -1.378 18.965 -0.019 -0.01 -0.037
Si 17.733 1.415 18.983 0.021 -0.005 -0.011
Si 20.521 4.142 19.085 0.017 0.005 -0.021
Si 17.691 -9.494 19.086 0.011 -0.027 -0.011
Si 20.53 -6.927 18.833 -0.01 0.019 -0.021
Si 17.713 -4.069 18.933 -0.02 -0.002 -0.032
Si 20.479 -1.295 18.854 -0.006 0.041 -0.036
Si 23.186 1.3 18.998 -0.025 0.016 -0.024
Si 25.858 4.11 19.015 0.006 0.002 -0.009
Si 23.163 -9.532 19.094 -0.026 -0.007 0.021
Si 25.974 -6.731 18.98 0.018 0.027 -0.05
Si 23.228 -4.067 18.842 0.028 0.008 -0.044
Si 25.808 -1.375 18.982 -0.007 -0.018 -0.022
Si 28.533 1.358 18.951 0.014 -0.02 -0.037
Si 31.283 4.083 19.13 -0.013 0.019 -0.003
Si 28.638 -9.583 19.015 -0.024 0.024 -0.032
Si 31.351 -6.711 18.978 0.027 0.007 0.004
Si 28.564 -4.076 18.989 -0.015 -0.01 0.002
Si 31.334 -1.319 19.053 0.014 0.017 -0.035
Si 33.993 1.385 19.152 -0.029 -0.017 0.006
Si 36.744 4.197 18.95 0.024 0.002 -0.017
Si 33.967 -9.429 19.134 0.018 -0.001 -0.005
Si 36.723 -6.742 19.089 0.011 -0.021 -0.021
Si 33.976 -3.986 19.039 -0.006 -0.006 -0.025
Si 36.657 -1.261 19.095 0.028 -0.043 -0.006
Si 39.462 1.451 18.93 -0.002 0.01 -0.039
Si -23.129 4.151 19.002 0.02 -0.005 -0.009
Si 39.473 -9.467 19.056 -0.006 0.022 -0.01
Si -23.061 -6.718 19.065 0.027 -0.004 -0.027
Si 39.397 -3.976 19.014 -0.007 0.015 -0.017
Si 42.18 -1.352 19.018 0.003 0.019 -0.018
Si -20.437 1.39 18.915 -0.005 -0.014 -0.022
Si -17.705 4.015 18.751 -0.028 0.013 -0.039
Si -20.434 -9.516 18.864 -0.002 -0.019 -0.043
Si -17.724 -6.82 18.899 -0.014 -0.003 -0.014
Si -20.509 -4.154 18.964 -0.043 -0.045 -0.023
Si -17.724 -1.268 18.82 0.033 0.025 -0.022
Si -14.959 1.333 19 -0.017 0.019 -0.014
Si -12.294 4.133 18.984 -0.009 -0.012 -0.024
Si -15.059 -9.512 18.836 0.03 -0.023 0
Si -12.267 -6.862 18.855 -0.015 0.003 -0.014
Si -15.014 -4.027 18.784 0.027 0.005 -0.042
Si -12.248 -1.332 19.081 -0.004 0.019 -0.006
Si -9.654 1.317 18.924 -0.014 -0.014 -0.044
Si -6.875 4.076 19.006 0.009 0.029 -0.015
Si -9.515 6.816 18.96 -0.004 0.017 -0.001
Si -6.879 9.52 19.067 0.004 0.008 -0.048
Si -9.537 -3.963 19.146 0.046 -0.017 -0.037
Si -6.836 -1.452 19.131 -0.019 -0.005 -0.004
Si -4.101 1.331 19.08 0.004 -0.007 -0.037
Si -1.483 4.047 19.304 0.011 -0.031 0.001
Si -4.121 6.673 19.284 -0.034 0.031 -0.01
Si -1.415 -6.799 19.328 0.022 -0.004 0.006
Si -4.055 -4.075 19.299 0.023 0.027 0.014
Si -1.355 -1.428 19.315 -0.012 -0.008 -0.025
Si -0.036 -0.008 20.681 -0.004 -0.003 0.01
Si 2.713 2.74 20.467 0.009 0.016 0.047
Si -0.074 5.475 20.555 0.014 0.013 0.056
Si 2.663 8.073 20.603 -0.013 0.011 0.031
Si -0.001 -5.496 20.773 -0.005 -0.025 0.051
Si 2.711 -2.769 20.538 0.021 0 0.029
Si 5.406 -0.011 20.596 -0.009 -0.011 0.075
Si 8.113 2.701 20.477 0.007 0.013 0.068
Si 5.446 5.287 20.548 0.044 0.028 0.039
Si 8.122 8.159 20.277 -0.011 0.041 -0.008
Si 5.493 -5.487 20.474 0.005 0.015 0.039
Si 8.11 -2.762 20.582 -0.01 0.003 0.055
Si 10.915 -0.048 20.454 0.038 0 0.062
Si 13.577 2.657 20.437 -0.003 0.007 0.034
Si 10.932 5.423 20.663 0.023 -0.009 0.044
Si 13.844 8.229 20.661 -0.05 -0.049 0.069
Si 10.952 10.844 20.666 0.003 0.006 0.036
Si 13.74 -2.706 20.437 0.008 0.025 0.069
Si 16.344 0.051 20.263 -0.024 0.012 0.047
Si 19.129 2.719 20.341 0.008 0.019 0.051
Si 16.364 5.427 20.502 0.03 0.027 0.066
Si 19.19 -8.138 20.304 -0.035 -0.009 0.05
Si 16.529 -5.356 20.524 -0.017 0.005 0.081
Si 19.095 -2.628 20.124 -0.035 0.03 0.039
Si 21.835 -0.102 20.342 0.022 0.008 0.042
Si 24.495 2.719 20.341 -0.006 -0.016 0.043
Si 21.852 5.48 20.606 -0.012 -0.013 0.063
Si 24.621 -8.121 20.282 0.019 -0.001 0.093
Si 21.921 -5.545 20.061 0.017 0.008 0.049
Si 24.475 -2.749 20.355 0.002 -0.002 0.052
Si 27.169 -0.022 20.289 0.015 0.005 0.069
Si 29.829 2.685 20.39 0.003 0.017 0.056
Si 27.266 5.383 20.422 0.014 -0.018 0.008
Si 29.993 -8.094 20.244 -0.039 -0.028 0.054
Si 27.272 -5.366 20.462 -0.012 -0.022 0.042
Si 29.942 -2.753 20.303 0.029 0.003 0.044
Si 32.626 0.019 20.573 0.008 -0.024 0.058
Si 35.402 2.867 20.329 0.001 0.003 0.041
Si 32.618 5.478 20.516 0.033 -0.005 0.068
Si 35.368 -8.065 20.524 -0.012 0.012 0.01
Si 32.677 -5.397 20.425 0.015 -0.005 0.05
Si 35.233 -2.577 20.474 -0.012 0.013 0.054
Si 38.085 0.157 20.314 0.01 0.009 0.051
Si 40.813 2.776 20.344 -0.02 -0.011 0.039
Si 38.08 5.513 20.392 -0.029 -0.003 0.043
Si 40.89 -8.135 20.393 0.019 0.016 0.069
Si 38.062 -5.312 20.412 -0.012 0.001 0.045
Si 40.756 -2.645 20.401 0.011 0.017 0.021
Si 43.561 0.051 20.348 -0.021 -0.01 0.054
Si -18.956 2.656 20.184 -0.009 0.002 0.035
Si -21.74 5.507 20.33 0.013 0.02 0.059
Si -19.068 -8.211 20.231 -0.002 0.003 0.035
Si -21.743 -5.399 20.599 0.017 0.01 0.048
Si -19.104 -2.678 20.033 0.007 -0.001 0.047
Si -16.36 -0.066 20.316 0.013 -0.005 0.043
Si -13.643 2.77 20.359 -0.017 -0.007 0.034
Si -16.431 5.404 20.096 -0.01 0.015 0.06
Si -13.717 -8.161 20.17 -0.007 0.04 0.037
Si -16.359 -5.375 20.117 -0.008 0.006 0.046
Si -13.697 -2.756 20.25 -0.018 0.003 0.064
Si -10.906 0.066 20.474 -0.015 -0.017 0.104
Si -8.313 2.698 20.195 -0.012 -0.01 0.039
Si -10.845 5.478 20.298 -0.006 -0.012 0.056
Si -8.241 8.14 20.412 -0.023 -0.028 0.074
Si -10.933 -5.513 20.224 0.023 -0.015 -0.007
Si -8.21 -2.598 20.683 -0.037 -0.024 0.057
Si -5.406 -0.098 20.375 0.021 -0.007 0.017
Si -2.932 2.661 20.625 -0.004 0.043 0.074
Si -5.574 5.237 20.572 0.032 -0.001 0.04
Si -2.809 -8.195 20.659 -0.011 -0.009 0.016
Si -5.568 -5.437 20.464 0.001 -0.017 0.053
Si -2.664 -2.779 20.791 0.02 -0.005 0.071
Si 1.669 -1.14 21.872 -0.354 -0.211 -0.763
Si 3.81 1.219 21.858 0.362 0.191 -0.644
Si 1.587 4.339 21.741 -0.101 -0.044 -0.76
Si 3.857 6.439 21.79 0.078 0.179 -0.712
Si 1.082 -7.205 22.035 0.134 0.125 -0.722
Si 4.262 -4.008 21.784 -0.118 -0.116 -0.666
Si 6.409 -1.717 21.881 0.181 0.16 -0.746
Si 9.651 1.488 21.69 -0.104 -0.264 -0.696
Si 7.038 4.189 21.972 -0.341 -0.259 -0.625
Si 9.102 6.566 21.621 0.306 0.002 -0.656
Si 7.143 -6.595 21.726 -0.115 0.003 -0.718
Si 9.296 -4.303 21.909 0.157 0.129 -0.661
Si 12.573 -1.142 21.713 -0.145 -0.085 -0.729
Si 14.768 1.064 21.677 0.063 0.171 -0.73
Si 11.96 3.624 21.855 0.228 0.404 -0.735
Si 15.04 6.662 22.032 0.102 0.175 -0.715
Si 12.417 9.528 22.027 0.07 0.195 -0.71
Si 15.459 -3.634 21.757 -0.243 -0.361 -0.726
Si 17.657 -1.387 21.497 0.23 0.124 -0.667
Si 20.737 1.547 21.563 -0.179 -0.189 -0.785
Si 17.988 4.235 21.7 -0.196 -0.143 -0.712
Si 20.101 -9.719 21.794 0.351 0.086 -0.67
Si 18.384 -6.374 21.608 -0.161 0.017 -0.664
Si 20.473 -4.153 21.154 -0.089 -0.013 -0.435
Si 22.698 -1.909 21.647 0.335 0.353 -0.611
Si 25.959 1.466 21.627 -0.101 -0.13 -0.651
Si 22.994 3.758 21.822 0.213 0.401 -0.613
Si 26.209 -9.234 21.601 -0.189 -0.127 -0.688
Si 23.508 -6.491 21.506 -0.056 -0.062 -0.731
Si 25.651 -4.206 21.754 0.243 0.15 -0.689
Si 28.73 -1.22 21.538 -0.191 -0.09 -0.77
Si 30.865 1.073 21.714 0.264 0.154 -0.706
Si 28.192 3.658 21.771 0.17 0.255 -0.733
Si 31.202 -9.394 21.738 0.112 -0.047 -0.691
Si 28.46 -7.03 21.628 0.1 0.332 -0.761
Si 31.383 -3.94 21.727 -0.144 -0.212 -0.715
Si 33.582 -1.649 22 0.324 0.333 -0.675
Si 37.006 1.788 21.611 -0.035 -0.14 -0.743
Si 34.33 4.381 21.753 -0.237 -0.082 -0.703
Si 36.532 -9.681 21.785 0.176 0.184 -0.734
Si 34.334 -6.367 21.825 -0.192 -0.277 -0.782
Si 36.491 -4.075 21.706 0.225 0.083 -0.724
Si 39.65 -0.951 21.636 -0.105 -0.222 -0.77
Si 41.957 1.196 21.653 0.228 0.144 -0.727
Si 39.255 3.934 21.663 0.124 0.16 -0.752
Si 42.5 -9.243 21.782 -0.169 -0.097 -0.779
Si 39.641 -6.568 21.606 -0.148 -0.164 -0.784
Si 41.759 -4.26 21.806 0.399 0.204 -0.73
Si 44.917 -1.464 21.546 -0.035 0.24 -0.717
Si -17.473 1.488 21.657 -0.359 -0.289 -0.692
Si -20.066 4.272 21.397 -0.129 -0.019 -0.747
Si -17.945 -9.828 21.495 0.127 0.143 -0.777
Si -20.46 -7.112 21.741 -0.033 0.276 -0.67
Si -17.6 -3.822 21.33 0.036 -0.174 -0.737
Si -15.323 -1.74 21.598 0.18 0.194 -0.764
Si -12.087 1.669 21.726 -0.144 -0.137 -0.695
Si -15.401 3.846 21.461 0.395 0.178 -0.796
Si -12.337 6.829 21.479 0.102 0.017 -0.714
Si -14.784 -6.476 21.412 0.031 -0.098 -0.681
Si -12.522 -4.374 21.429 0.009 0.036 -0.593
Si -9.204 -0.756 21.925 -0.106 -0.312 -0.752
Si -6.934 1.292 21.396 -0.003 -0.027 -0.562
Si -9.8 3.805 21.621 0.085 0.191 -0.728
Si -6.759 6.868 21.731 -0.313 -0.194 -0.707
Si -9.352 9.816 21.632 -0.23 -0.32 -0.773
Si -7.071 -4.301 21.889 0.222 0.35 -0.639
Si -3.858 -1.065 21.897 -0.07 -0.161 -0.737
Si -1.673 1.188 21.928 0.184 0.105 -0.741
Si -4.781 3.452 21.974 0.226 0.235 -0.77
Si -1.241 6.962 21.986 -0.066 -0.066 -0.607
Si -4.624 -7.13 21.744 0.37 0.127 -0.778
Si -1.283 -4.154 22.275 0.054 0.147 -0.791
Si -3.193 -6.043 24.059 0.1 0.074 0.036
Si 4.357 1.469 24.906 -0.077 0.018 -0.173
Si -1.983 5.548 24.723 -0.046 -0.005 -0.188
Si 9.507 2.815 26.071 -0.052 -0.047 0.032
Si 5.438 6.614 -6.505 0.096 0.063 0.099
Si 10.716 -2.349 23.961 -0.087 0.018 -0.184
Si 10.02 5.629 25.627 -0.072 0.014 0.019
Si 19.51 -0.304 23.686 -0.012 -0.081 -0.058
Si 1.53 1.797 26.382 0.139 0.057 0.051
Si 15.877 -4.376 24.631 -0.022 0.095 -0.15
Si 5.412 -8.147 23.869 -0.059 -0.059 -0.149
Si 9.127 0.363 24.523 0.074 0.008 -0.103
Si 4.788 -6.553 -4.082 0.02 0.039 -0.006
Si 16.231 2.805 23.858 -0.073 0.047 -0.056
Si 13.721 4.662 23.935 0.101 -0.037 -0.076
Si 17.818 -6.689 24.458 -0.02 0.011 -0.018
Si 10.163 4.948 -3.927 -0.028 0.061 -0.048
Si 21.365 0.064 -2.183 -0.011 0.005 0.12
Si 23.328 4.978 24.587 -0.071 -0.19 0.005
Si 15.397 -2.144 -6.792 0.075 -0.061 -0.017
Si 21.284 7.093 24.514 -0.129 -0.115 -0.093
Si 25.641 4.581 -4.224 -0.005 -0.008 -0.028
Si 21.092 -6.461 -6.452 0.045 0.022 0.003
Si 21.798 -2.207 24.286 0.125 0.046 -0.07
Si 24.729 0.619 -5.597 -0.046 -0.135 0.131
Si 25.347 0.288 24.401 0.056 -0.016 -0.098
Si 23.236 -7.241 24.39 -0.014 -0.078 -0.142
Si 27.033 -2.394 23.93 -0.153 0.001 -0.077
Si 29.995 5.059 23.637 -0.069 0.078 -0.01
Si 22.395 -4.735 25.62 -0.133 0.012 -0.072
Si -32.531 3.956 24.25 0.031 -0.015 -0.01
Si 31.013 -2.42 -4.644 -0.039 0.019 -0.071
Si 28.765 -4.008 26.077 0.002 -0.048 -0.127
Si 25.476 6.911 24.565 0.055 -0.093 0.018
Si -32.329 -3.497 -6.883 0.025 0.107 0.053
Si -32.114 6.49 26.105 -0.032 -0.02 -0.034
Si -26.872 7.946 23.912 0.037 -0.068 -0.164
Si -28.993 0.704 24.428 0.051 -0.078 -0.07
Si -30.728 3.74 -3.075 0.077 0.102 0.084
Si -24.658 5.71 23.923 -0.037 0.01 -0.138
Si 32.655 -7.673 24.009 -0.14 0.007 -0.031
Si -26.668 -6.715 -4.8 -0.057 0.01 -0.065
Si -27.569 -2.057 23.866 -0.173 0.122 -0.189
Si -26.817 -2.724 -6.657 0.038 -0.048 -0.049
Si -25.805 0.078 -6.933 -0.007 0.037 -0.068
Si -21.908 4.112 -4.393 -0.017 -0.053 0.048
Si 32.498 -3.852 -2.644 -0.034 0.119 0.049
Si -14.216 -1.475 24.522 -0.119 -0.083 -0.163
Si -22.313 -2.482 23.78 -0.037 -0.035 0.002
Si -15.439 3.625 -4.773 0.109 0.069 0.089
Si -21.744 2.461 26.378 -0.017 -0.023 -0.029
Si -14.107 5.602 23.41 -0.036 -0.083 -0.146
Si -18.666 -5.485 23.675 0.068 -0.157 -0.122
Si -13.313 -2.894 -4.805 0.052 -0.048 0.044
Si -8.745 5.745 23.662 0.063 -0.061 -0.026
Si -2.047 1.056 -3.004 0.132 -0.075 0.19
Si -18.82 -3.934 -5.112 -0.082 -0.014 0.152
Si -9.456 -1.702 24.795 -0.071 0.093 -0.079
Si -16.126 -6.379 25.289 -0.012 -0.007 -0.089
Si -8.632 -3.001 -4.816 -0.054 0.026 -0.003
Si -9.451 -7.827 -2.544 -0.063 0.134 -0.02
Si -4.363 3.764 25.125 -0.087 -0.066 -0.093
Si -7.359 2.01 -4.811 -0.006 -0.079 -0.044
Si -8.211 4.572 -5.415 -0.002 0.081 -0.02
Si -11.965 -6.917 -3.949 -0.007 -0.06 0.092
Si -3.367 0.904 26.252 -0.037 0.009 -0.04
Si -10.733 -7.14 26.356 0.025 0.049 -0.006
Si -0.187 3.05 24.026 -0.062 0.036 -0.215
Si 1.655 4.176 -2.452 0.146 -0.024 0.035
Si 0.477 -2.44 24.414 0.026 -0.132 -0.069
Si -0.625 -0.315 26.454 0.159 0.003 0.025
Si -2.018 -8.093 25.975 -0.05 -0.028 -0.059
Si -10.991 -4.807 -5.83 0.073 -0.002 -0.007
Si 2.222 2.108 -4.405 0.068 0.074 -0.123
Si 6.568 3.572 25.123 0.088 0.093 -0.27
Si -0.329 8.038 -5.024 0.091 -0.032 0.182
Si 3.14 -5.987 24.047 -0.002 0.016 -0.222
Si 1.373 -2.307 -2.831 -0.096 0.092 0.231
Si 2.718 -3.905 26.149 -0.023 0.1 -0.028
Si 4.854 3.847 -2.357 -0.085 -0.033 0.111
Si 13.611 -6.23 24.706 0.04 0.147 -0.181
Si 3.956 -7.148 -7.025 -0.04 0.024 0.054
Si -0.536 6.096 -2.719 -0.067 -0.144 0.07
Si 7.323 -7.655 -4.966 -0.013 -0.097 -0.043
Si 13.409 -2.986 -2.048 -0.019 0.005 -0.061
Si 12.939 -2.406 -4.925 0.027 -0.023 0.045
Si 8.641 -1.809 -4.449 0.115 0.076 -0.008
Si 10.302 6.84 -6.402 0.08 0.071 -0.026
Si 12.394 0.455 -4.337 0.003 -0.056 0.02
Si 19.299 -4.268 -2.648 -0.047 -0.077 -0.037
Si 19.48 -3.259 -5.5 -0.033 -0.102 0.073
Si 17.284 -4.462 -6.999 -0.062 0.005 -0.011
Si 15.536 7.766 24.785 0.015 -0.002 -0.072
Si 24.684 -2.332 -6.826 -0.037 0.16 -0.116
Si 18.045 6.489 -6.931 -0.049 0.073 -0.034
Si 19.402 -7.096 -3.899 -0.079 -0.067 0.083
Si 17.395 2.575 -2.76 0.088 -0.001 0.186
Si 25.012 -7.707 -2.227 -0.089 0.029 0.076
Si 22.728 4.507 -3.089 -0.014 -0.061 0.148
Si 26.279 7.589 -4.595 -0.077 0.176 0.105
Si 19.823 1.247 -6.769 0.189 -0.108 -0.125
Si 25.959 2.963 -6.793 -0.03 0.135 0.021
Si -28.617 5.552 -7.008 0.06 0.186 -0.054
Si 31.408 1.436 24.771 -0.032 -0.053 -0.116
Si 28.654 1.989 -6.908 0.011 0.002 -0.054
Si 30.172 -5.813 23.98 0.062 0.068 -0.098
Si 27.684 -2.889 -6.545 0.159 0.041 -0.08
Si 27.711 -6.815 -2.819 -0.035 -0.041 0.006
Si 29.144 -4.88 -4.843 -0.105 -0.097 0.018
Si -23.473 6.188 -5.776 0.056 -0.006 -0.12
Si -30.722 6.198 -4.875 0.031 0.01 -0.018
Si -23.812 -7.778 -4.172 0.001 0.086 -0.098
Si -25.357 -3.906 -4.316 0.021 -0.147 -0.021
Si 31.856 7.468 -4.921 0.007 0.115 0.065
Si -20.568 -1.52 -5.652 -0.056 0.073 0.098
Si -18.544 0.509 -6.507 -0.008 -0.014 -0.044
Si -25.893 1.912 -4.438 -0.002 0.089 -0.092
Si -20.447 -4.034 25.79 -0.016 0.041 0.101
Si -24.742 -7.961 -1.625 -0.106 -0.02 0.02
Si -23.172 1.685 -3.077 0.023 0.152 0.167
Si -18.47 -2.964 -2.188 -0.071 0.104 0.009
Si -14.398 3.858 25.581 -0.041 -0.052 0.115
Si -11.761 -3.404 24.152 -0.024 -0.006 -0.119
Si -21.119 5.803 -2.022 -0.098 0.008 0.238
Si -17.157 -8.06 -4.175 0.059 0.057 0.047
Si -10.699 8.078 23.549 0.013 0.034 0.049
Si -16.203 -6.995 -6.631 -0.056 -0.012 -0.098
Si -12.294 3.001 -5.087 -0.03 -0.055 0.018
Si -15.755 -4.548 -5.027 -0.052 -0.082 0.175
Si -9.527 4.853 26.47 0.02 0.034 -0.065
Si -17.455 5.516 -5.424 0.045 -0.038 -0.033
Si -16.814 -0.33 -1.956 -0.08 -0.216 0.2
Si -6.88 -3.353 24.867 -0.014 -0.211 -0.149
Si -4.361 -1.71 24.842 0.013 0.033 -0.081
Si -13.201 -5.451 25.825 -0.036 -0.069 -0.013
Si -3.636 -1.571 -2.729 0.042 0.022 0.077
Si -6.677 -8.072 -2.672 0.019 -0.063 0.083
Si -5.255 -5.396 -1.965 0.12 0.03 0.052
Si -2.925 -3.921 25.985 0.096 0.005 -0.003
Si -8.358 2.53 -1.841 0.099 0.084 0.067
Si -9.759 6.668 -6.811 0.023 0.026 0.044
Si -4.413 8.123 -4.71 0.041 0.017 -0.034
Si -1.413 -3.692 -2.69 0.027 0.075 0.116
Si 6.983 6.415 25.946 0.006 -0.093 -0.028
Si 6.07 -1.589 -2.748 0.036 0.075 0.096
Si 9.71 -6.748 -6.625 0.047 0.035 0.035
Si -2.325 -6.008 -4.569 0.003 -0.011 0.006
Si 4.416 0.864 -2.574 -0.041 0.02 0.12
Si 5.518 7.762 -1.942 0.028 0.158 0.161
Si 3.872 -3.854 -2.62 -0.034 -0.046 0.095
Si 10.51 7.918 23.797 -0.026 0.013 0.035
Si 6.484 -0.749 24.846 -0.114 0.002 -0.134
Si 4.549 3.997 -5.272 -0.085 -0.089 0.03
Si 9.598 3.212 -6.033 0.006 -0.008 -0.061
Si 8.217 6.945 -2.688 0.043 0.093 0.081
Si 9.606 -6.757 26.098 -0.007 0.028 -0.025
Si 10.198 0.129 -2.373 0.037 -0.092 0.022
Si 14.427 1.845 -2.857 0.04 0.004 0.122
Si 12.96 4.444 -2.631 0.099 -0.061 0.055
Si 15.353 6.325 -2.705 0.065 -0.035 0.079
Si 10.547 -4.354 -4.874 -0.049 0.056 0.093
Si 11.07 -5.119 -2.016 0.071 -0.065 0.067
Si 16.087 -7.261 -6.853 0.037 -0.118 -0.086
Si 18.443 -0.345 -2.619 0 0.163 -0.004
Si 22.07 1.809 -4.65 -0.062 -0.036 0.049
Si 20.479 6.467 -2.852 -0.002 0.026 0.032
Si 16.201 -7.238 -3.915 0.202 -0.025 0.069
Si 12.177 2.165 -7.025 0.02 0.049 -0.004
Si 16.802 -5.5 -1.79 0.018 0.02 -0.006
Si 22.284 -3.972 -6.643 0.056 -0.051 -0.145
Si 17.918 5.056 -4.091 0.032 0.027 -0.042
Si 28.224 3.807 -2.832 -0.125 0.111 -0.005
Si 17.785 -0.75 -5.565 -0.033 -0.011 0.03
Si 25.963 -2.141 -1.434 0.135 -0.077 0.077
Si 26.338 0.114 -3 0.019 0.007 0.161
Si 30.678 2.532 -2.912 0.073 0.122 0.07
Si -32.431 1.638 -4.752 0.006 -0.055 -0.08
Si 30.481 5.552 -2.902 0.027 -0.088 0.166
Si -32.153 -1.232 25.039 0.103 -0.047 -0.251
Si -32.089 -6.555 -3.223 0.008 -0.148 0.066
Si -29.64 -2.457 -6.575 -0.141 -0.027 -0.069
Si -28.603 1.845 -3.012 -0.058 -0.019 0.084
Si 30.098 -7.048 -6.703 -0.057 0.038 0
Si -26.67 5.941 -2.214 -0.094 0.004 0.077
Si -29.491 -7.465 -4.491 0.016 0.016 -0.03
Si -30.227 -0.449 -4.516 -0.069 0.032 0.213
Si -24.265 -2.418 -2.058 0.112 0.082 0.091
Si -26.2 4.928 -5.175 0.072 0.054 0.147
Si 28.683 -0.459 -4.841 0.021 -0.067 0.075
Si -23.27 -0.28 25.634 -0.021 -0.03 -0.106
Si -30.178 -2.487 -2.128 0.085 0.017 0.011
Si -21.775 -0.777 -2.994 0.028 -0.085 0.189
Si -26.723 -3.6 26.464 -0.047 -0.103 0.063
Si -17.109 1.228 -4.284 -0.02 0.105 0.139
Si -19.151 2.944 -5.011 0.009 -0.1 0.011
Si -20.611 -5.469 -6.945 -0.017 -0.041 -0.183
Si -19.195 -8.008 -1.917 -0.026 -0.042 0.046
Si -19.003 0.079 23.802 0.045 0.055 0.051
Si -12.81 -2.807 -1.85 0.018 -0.045 0.057
Si -16.028 7.903 23.464 -0.081 -0.096 -0.151
Si -15.494 5.303 -2.248 -0.141 0.129 0.121
Si -14.815 -6.381 -3.024 -0.06 -0.002 0.117
Si -12.824 6.639 -2.897 0 -0.039 0.183
Si -13.266 1.322 24.613 0.069 0.083 -0.161
Si -21.242 2.303 23.612 0.016 -0.065 -0.194
Si -11.122 1.465 -2.63 -0.158 -0.018 -0.027
Si -13.449 -1.052 -6.956 -0.08 0.093 -0.048
Si -10.305 6.05 -3.938 0.02 0.006 -0.058
Si -23.284 -5.293 -5.688 0.026 0.031 0.001
Si 0.371 -0.12 -4.777 -0.006 -0.037 -0.05
Si -8.282 -0.395 -6.387 0.039 0.035 -0.112
Si -10.21 -1.236 -2.655 0.157 0.007 0.067
Si -5.342 3.977 -5.028 0.056 -0.07 0.114
Si -2.496 6.647 -6.371 -0.212 0.103 -0.042
Si -2.969 3.993 -2.984 0.072 0.07 0.191
Si -5.623 -3.342 -4.171 -0.034 -0.031 0.1
Si 1.37 -1.383 5.651 -0.007 -0.002 0.014
Si 4.068 1.345 5.56 0.002 -0.001 0
Si 1.366 4.012 5.607 0.009 -0.011 0.003
Si 4.077 6.736 5.622 -0.004 -0.008 0.004
Si 1.355 9.469 5.697 0.019 0.002 0.029
Si 4.096 12.229 5.702 0.007 -0.013 0.029
Si 6.802 -1.394 5.554 -0.009 -0.009 0.004
Si 9.469 1.361 5.513 -0.01 0.02 0.007
Si 6.776 4.042 5.553 0.019 0.002 0.004
Si 9.452 6.784 5.526 0.002 -0.009 0.009
Si 6.814 9.493 5.596 0.012 -0.008 0.007
Si 9.48 -4.07 5.498 -0.009 0 0.004
Si 12.188 -1.346 5.471 -0.005 0.001 -0.005
Si 14.869 1.372 5.444 0.008 0.017 0.008
Si 12.157 4.097 5.474 -0.001 0.007 0.013
Si 14.903 6.817 5.486 0.01 0.001 0.012
Si 12.188 -6.763 5.516 0.006 0.006 0.01
Si 14.926 -4.061 5.462 -0.002 -0.007 0.001
Si 17.629 -1.368 5.412 0 0 -0.006
Si 20.365 1.342 5.427 -0.019 0.004 0.012
Si 17.641 4.08 5.466 0.012 0.002 0.017
Si 20.364 6.828 5.444 -0.01 0.002 0.009
Si 17.657 -6.79 5.405 0.012 -0.017 0.003
Si 20.391 -4.086 5.408 0.004 -0.022 0.004
Si 23.072 -1.368 5.434 -0.002 0.011 -0.001
Si 25.831 1.382 5.439 0.013 -0.001 0.007
Si 23.059 4.112 5.45 -0.004 -0.002 0.015
Si 25.831 6.797 5.406 -0.006 -0.002 -0.001
Si 23.121 -6.802 5.405 -0.014 -0.008 0
Si 25.829 -4.069 5.405 0.01 0.002 -0.007
Si 28.524 -1.341 5.402 -0.001 -0.003 -0.007
Si 31.24 1.399 5.393 -0.002 0.007 0.016
Si 28.523 4.088 5.39 0.003 0.007 0.008
Si 31.284 6.826 5.358 0.008 -0.002 0.008
Si 28.563 -6.833 5.419 -0.01 0.001 0.016
Si 31.296 -4.055 5.377 -0.007 -0.03 0.002
Si 33.956 -1.318 5.347 -0.001 -0.003 -0.007
Si 36.682 1.451 5.38 -0.002 0.004 0.011
Si 33.958 4.166 5.384 -0.011 0.009 0.019
Si -28.61 6.883 5.311 -0.008 -0.004 -0.011
Si 33.976 -6.759 5.345 -0.001 0.005 0.014
Si -28.616 -4.028 5.354 -0.002 0.005 0.003
Si -25.865 -1.284 5.392 -0.003 0.002 0.01
Si -23.155 1.416 5.431 -0.02 -0.007 0.02
Si -25.877 4.197 5.374 -0.01 0.004 0.008
Si -23.111 6.854 5.35 -0.003 -0.004 -0.02
Si -25.892 -6.73 5.337 -0.007 0.014 0.001
Si -23.123 -4.017 5.366 -0.011 -0.017 0.005
Si -20.387 -1.331 5.421 -0.003 0.003 -0.005
Si -17.666 1.375 5.396 0.01 0.022 -0.005
Si -20.377 4.102 5.373 -0.016 -0.028 -0.01
Si -17.604 6.794 5.431 0.017 -0.007 -0.004
Si -20.378 -6.763 5.346 0.005 0.027 -0.013
Si -17.625 -4.102 5.387 0.022 -0.026 -0.002
Si -14.904 -1.375 5.421 -0.007 -0.011 -0.012
Si -12.171 1.306 5.462 0.018 0.023 0.008
Si -14.861 4.063 5.453 0.007 -0.005 0.011
Si -12.116 6.752 5.494 0 -0.007 0.013
Si -14.917 -6.808 5.46 -0.016 0.021 0.011
Si -12.151 -4.107 5.474 0.001 -0.008 0
Si -9.447 -1.381 5.523 -0.015 0.003 0.007
Si -6.716 1.36 5.528 0.004 0.008 0.002
Si -9.384 4.032 5.523 -0.001 -0.007 0.008
Si -6.709 6.764 5.529 0.002 -0.003 -0.01
Si -9.411 -6.804 5.502 0.01 0.009 0.01
Si -6.702 12.177 5.538 -0.003 -0.003 0.001
Si -4.003 -1.378 5.569 -0.022 -0.003 0.003
Si -1.344 1.312 5.588 0.005 0.005 0
Si -4.032 4.066 5.551 0 0.009 0.001
Si -1.337 6.729 5.609 0.009 0.011 0.013
Si -4.032 -6.84 5.608 0.008 0.011 0
Si -1.324 -4.104 5.65 0.002 -0.002 0.009
Si 2.731 0 6.968 -0.01 0.009 -0.007
Si 5.428 2.691 6.934 -0.004 0.006 -0.013
Si 2.72 5.381 6.974 -0.005 0 -0.005
Si 5.442 8.127 6.951 -0.001 -0.002 -0.01
Si 2.739 10.835 7.02 0.001 0.002 -0.005
Si 5.47 -2.716 6.989 -0.012 -0.014 -0.003
Si 8.14 -0.007 6.903 0.01 0.001 -0.007
Si 10.839 2.719 6.867 0.005 -0.008 -0.005
Si 8.126 5.42 6.912 0.004 -0.012 -0.002
Si 10.84 -8.164 6.864 -0.003 0.007 -0.011
Si 8.17 -5.443 6.918 -0.011 0.006 -0.006
Si 10.846 -2.712 6.857 0.004 0.009 -0.005
Si 13.552 0.005 6.838 0.012 -0.008 -0.003
Si 16.26 2.718 6.805 0.001 -0.004 -0.001
Si 13.541 5.445 6.836 -0.014 0.006 -0.003
Si 16.297 -8.138 6.805 -0.003 0.009 -0.008
Si 13.572 -5.415 6.852 -0.004 0.015 0
Si 16.292 -2.71 6.816 0 -0.006 0.005
Si 18.988 -0.005 6.785 0.006 -0.002 -0.004
Si 21.719 2.717 6.791 -0.006 0.008 -0.001
Si 19.011 5.451 6.805 0.001 0.005 0
Si 21.745 -8.135 6.783 -0.001 -0.003 0.001
Si 19.023 -5.44 6.777 -0.003 0.013 -0.003
Si 21.723 -2.726 6.795 -0.011 0.009 -0.005
Si 24.456 0.004 6.771 -0.005 0.004 -0.003
Si 27.193 2.739 6.787 -0.004 -0.01 -0.005
Si 24.459 5.458 6.781 -0.012 0.006 -0.007
Si 27.2 -8.179 6.777 0.02 -0.012 0.002
Si 24.473 -5.434 6.768 0.006 -0.005 -0.009
Si 27.183 -2.706 6.767 -0.007 -0.004 0.01
Si 29.898 0.022 6.753 0.011 -0.005 -0.01
Si 32.613 2.772 6.735 0 0.001 -0.002
Si 29.912 5.463 6.722 -0.008 0 -0.009
Si 32.628 -8.119 6.724 -0.002 0.009 -0.006
Si 29.921 -5.418 6.736 -0.009 0.007 -0.004
Si 32.639 -2.688 6.742 0.003 -0.006 -0.006
Si 35.323 0.055 6.711 0.005 -0.004 -0.005
Si -27.225 2.804 6.732 0.006 0.004 -0.006
Si -29.944 5.526 6.719 -0.018 0.001 -0.007
Si -27.238 -8.103 6.7 0.011 0.006 -0.005
Si -29.947 -5.403 6.722 0.008 -0.011 -0.002
Si -27.242 -2.667 6.716 0.008 -0.005 -0.005
Si -24.515 0.055 6.774 0.007 0.01 0.009
Si -21.76 2.768 6.75 0 0.002 0.003
Si -24.486 5.515 6.73 0.011 -0.006 -0.003
Si -21.757 -8.107 6.713 -0.007 -0.012 0
Si -24.513 -5.381 6.702 -0.006 0.004 0.005
Si -21.768 -2.687 6.757 0.006 0.01 0.003
Si -19.025 0.028 6.768 -0.012 -0.005 0
Si -16.285 2.718 6.764 -0.003 0.001 -0.002
Si -19.018 5.449 6.75 0.013 0.003 -0.007
Si -16.276 -8.164 6.808 0.005 -0.001 0.006
Si -19.026 -5.427 6.739 0.003 0 0.001
Si -16.276 -2.741 6.762 0 -0.001 0
Si -13.558 -0.026 6.809 -0.012 0.01 -0.012
Si -10.805 2.677 6.826 -0.001 -0.008 -0.007
Si -13.52 5.421 6.829 -0.002 -0.003 -0.001
Si -10.783 -8.178 6.844 0 -0.002 -0.012
Si -13.546 -5.449 6.811 -0.013 -0.008 -0.001
Si -10.819 -2.743 6.856 -0.001 -0.001 -0.006
Si -8.084 -0.016 6.87 0.006 0.001 -0.007
Si -5.383 2.707 6.914 -0.016 0.004 -0.005
Si -8.066 5.409 6.892 0.004 -0.007 0
Si -5.394 8.117 6.937 -0.013 0.003 -0.006
Si -8.076 10.848 6.899 -0.008 -0.011 -0.004
Si -5.377 -2.749 6.9 0.001 0.003 -0.004
Si -2.68 -0.034 6.965 0.002 0.005 -0.01
Si 0.018 2.657 6.963 -0.001 -0.002 0
Si -2.691 5.387 6.961 0.001 0.001 -0.003
Si -0.01 8.1 7.003 -0.005 0 -0.008
Si -2.686 -5.478 6.974 0.001 -0.008 0.004
Si 0.034 -2.755 7.006 0.005 -0.006 0.001
Si 1.375 1.331 8.344 0.008 0.008 -0.003
Si 4.086 4.038 8.327 -0.003 -0.005 0.002
Si 1.375 6.75 8.339 0.006 0 -0.003
Si 4.104 9.472 8.347 -0.002 0.007 0.006
Si 1.381 -4.118 8.362 -0.006 -0.011 0.001
Si 4.089 -1.365 8.327 0.021 0.011 -0.008
Si 6.79 1.336 8.291 -0.009 -0.011 -0.001
Si 9.498 4.066 8.261 -0.002 0.001 0.005
Si 6.794 6.771 8.307 -0.006 -0.004 0
Si 9.517 -6.811 8.269 0.006 0.008 -0.001
Si 6.815 -4.109 8.312 -0.006 0.006 0.001
Si 9.503 -1.37 8.256 -0.003 -0.001 -0.004
Si 12.205 1.357 8.222 -0.006 0.001 -0.001
Si 14.915 4.079 8.183 0.005 -0.003 -0.006
Si 12.203 6.796 8.222 0.002 -0.008 0.008
Si 14.937 -6.795 8.19 -0.001 0 -0.003
Si 12.214 -4.066 8.224 0.013 0.007 0.001
Si 14.93 -1.353 8.188 0.009 0.01 -0.003
Si 17.633 1.357 8.158 -0.003 -0.001 -0.001
Si 20.369 4.083 8.156 -0.012 -0.009 -0.005
Si 17.651 6.812 8.165 0.009 0.004 -0.003
Si 20.384 -6.787 8.15 -0.002 0.001 -0.003
Si 17.66 -4.084 8.155 -0.004 -0.005 -0.005
Si 20.36 -1.361 8.147 -0.005 -0.017 -0.001
Si 23.102 1.366 8.137 0.004 -0.004 -0.008
Si 25.827 4.098 8.134 0.005 0.002 0.001
Si 23.106 6.82 8.14 0.008 0.006 -0.002
Si 25.845 -6.793 8.121 0.002 0.012 -0.002
Si 23.106 -4.082 8.138 -0.002 -0.003 -0.004
Si 25.826 -1.348 8.13 -0.001 0.003 -0.008
Si 28.561 1.381 8.131 -0.007 0.008 0.003
Si 31.266 4.121 8.107 0.001 0.002 -0.001
Si 28.569 6.798 8.126 -0.013 -0.006 0.005
Si 31.279 -6.77 8.103 0.001 -0.01 -0.006
Si 28.564 -4.062 8.107 0.006 0.006 0.003
Si 31.274 -1.333 8.102 -0.01 -0.008 0.005
Si 33.977 1.408 8.091 -0.018 -0.008 -0.003
Si -28.593 4.153 8.088 0.009 0.005 -0.005
Si 33.986 6.861 8.102 0.011 0.012 0.008
Si -28.583 -6.753 8.085 -0.003 0.004 0.001
Si 33.995 -4.043 8.103 0.006 -0.002 0.001
Si -28.593 -1.301 8.081 0.001 0.003 -0.002
Si -25.879 1.43 8.105 0.001 -0.01 0.003
Si -23.141 4.131 8.091 -0.004 -0.007 -0.003
Si -25.869 6.867 8.074 0.004 0.001 -0.007
Si -23.145 -6.75 8.062 0.006 0.003 -0.009
Si -25.874 -4.027 8.073 0.002 -0.003 0.001
Si -23.142 -1.321 8.105 -0.005 -0.002 -0.003
Si -20.408 1.39 8.105 0.006 0.013 -0.007
Si -17.658 4.088 8.11 0.002 -0.005 -0.006
Si -20.408 6.828 8.076 -0.004 -0.008 -0.008
Si -17.676 -6.792 8.115 -0.002 -0.011 -0.013
Si -20.399 -4.061 8.094 -0.002 -0.003 -0.009
Si -17.66 -1.362 8.1 0.005 0.008 -0.01
Si -14.936 1.351 8.132 0.001 -0.003 -0.001
Si -12.172 4.049 8.176 -0.003 0.005 -0.003
Si -14.906 6.797 8.154 0.001 0.006 -0.006
Si -12.181 -6.812 8.169 0.003 -0.001 -0.013
Si -14.924 -4.085 8.147 0.004 -0.001 -0.001
Si -12.202 -1.38 8.181 -0.005 -0.017 -0.006
Si -9.458 1.338 8.213 -0.012 0.004 -0.007
Si -6.732 4.06 8.274 0.012 0.006 0.001
Si -9.447 6.778 8.22 0 0.008 -0.004
Si -6.751 9.484 8.278 -0.007 -0.009 0.002
Si -9.455 -4.094 8.22 0.007 0.019 -0.004
Si -6.741 -1.381 8.242 -0.006 0.003 -0.002
Si -4.045 1.337 8.293 -0.004 -0.001 -0.004
Si -1.333 4.03 8.319 -0.005 -0.004 -0.006
Si -4.038 6.766 8.304 -0.001 0.006 -0.005
Si -1.345 -6.837 8.346 -0.001 -0.013 0.006
Si -4.043 -4.099 8.298 0 -0.003 -0.011
Si -1.327 -1.384 8.339 0.012 0.014 -0.002
Si 0.024 -0.03 9.701 0.011 -0.002 0.005
Si 2.73 2.691 9.698 -0.005 -0.005 0.005
Si 0.016 5.393 9.69 0.004 -0.001 -0.002
Si 2.732 8.117 9.699 0.01 0.005 0.002
Si 0.018 -5.48 9.706 0.008 0 0.002
Si 2.742 -2.74 9.694 -0.003 0 -0.009
Si 5.446 -0.014 9.681 -0.015 0.014 -0.002
Si 8.149 2.708 9.64 0.004 0.001 -0.002
Si 5.439 5.415 9.678 -0.002 0.008 -0.002
Si 8.16 -8.172 9.645 -0.008 0 -0.003
Si 5.459 -5.469 9.685 0.005 -0.006 0.002
Si 8.168 -2.734 9.649 -0.003 -0.006 -0.005
Si 10.863 -0.004 9.607 0.001 -0.001 0.006
Si 13.573 2.721 9.571 0.009 -0.001 -0.002
Si 10.864 5.434 9.61 -0.002 0.007 -0.005
Si 13.58 -8.16 9.563 0.001 0.003 -0.003
Si 10.878 -5.441 9.609 0.006 -0.008 0.001
Si 13.581 -2.709 9.574 0 0.01 0.001
Si 16.289 0.007 9.547 0.007 0 0.002
Si 19.003 2.723 9.51 -0.001 0.007 0
Si 16.289 5.446 9.527 -0.001 0.007 -0.002
Si 19.027 -8.151 9.514 0.004 0.013 0
Si 16.305 -5.434 9.538 0.01 0.002 0.001
Si 19.014 -2.72 9.521 0.002 0.003 0.005
Si 21.739 0 9.491 -0.005 0.008 -0.005
Si 24.472 2.729 9.487 0.007 0.002 -0.002
Si 21.748 5.45 9.497 0.005 -0.008 -0.007
Si 24.483 -8.147 9.489 -0.006 -0.001 -0.009
Si 21.75 -5.434 9.51 -0.007 -0.001 0.002
Si 24.474 -2.715 9.486 0 0.006 0.001
Si 27.198 0.017 9.482 -0.003 -0.002 0.002
Si 29.923 2.751 9.478 0.003 -0.005 -0.006
Si 27.205 5.447 9.489 0.004 -0.012 -0.002
Si 29.933 -8.141 9.468 -0.008 0.008 -0.005
Si 27.212 -5.428 9.471 0.003 -0.003 0.002
Si 29.926 -2.698 9.466 -0.001 -0.006 0
Si 32.632 0.038 9.46 0.004 0.002 -0.004
Si -29.94 2.774 9.452 -0.001 -0.002 -0.007
Si 32.634 5.484 9.462 -0.007 0.001 -0.007
Si -29.932 -8.107 9.464 0 0 0
Si 32.643 -5.408 9.466 -0.004 0.012 -0.003
Si -29.934 -2.668 9.458 0.008 -0.015 0
Si -27.237 0.056 9.455 0.002 0.012 0.001
Si -24.506 2.777 9.459 0.001 -0.003 0.008
Si -27.223 5.502 9.448 0.006 -0.008 -0.002
Si -24.507 -8.102 9.434 -0.008 0.007 0.006
Si -27.225 -5.387 9.443 0.006 -0.011 0.004
Si -24.517 -2.678 9.449 0.003 0.003 0.003
Si -21.782 0.038 9.46 0.008 0.002 0.006
Si -19.041 2.74 9.458 -0.005 -0.005 0.006
Si -21.779 5.483 9.446 -0.008 -0.002 0.003
Si -19.056 -8.144 9.454 0.01 0.013 0.003
Si -21.787 -5.406 9.44 -0.001 0.002 0.007
Si -19.044 -2.702 9.456 -0.001 -0.006 0.001
Si -16.309 -0.007 9.474 0.004 0.001 0.001
Si -13.571 2.702 9.499 0 0.002 0.001
Si -16.305 5.446 9.476 0.003 0.002 0.003
Si -13.556 -8.163 9.517 -0.002 -0.005 0.003
Si -16.312 -5.439 9.479 -0.004 0 0.001
Si -13.574 -2.733 9.52 -0.004 0.001 0.005
Si -10.836 -0.025 9.541 -0.004 0 -0.004
Si -8.112 2.694 9.594 0.003 0.008 0.001
Si -10.829 5.418 9.548 0.001 -0.001 -0.002
Si -8.114 8.127 9.614 -0.004 -0.006 0.003
Si -10.835 -5.456 9.55 -0.001 -0.008 -0.003
Si -8.107 -2.737 9.589 -0.006 -0.002 0.002
Si -5.401 -0.033 9.634 -0.008 -0.003 0.003
Si -2.693 2.68 9.675 0.005 -0.002 0.002
Si -5.392 5.408 9.655 -0.008 -0.006 0.003
Si -2.7 8.122 9.684 -0.011 0.006 0
Si -5.4 -5.468 9.638 -0.001 0.005 0.003
Si -2.69 -2.753 9.676 -0.005 -0.004 -0.005
Si 1.377 -1.393 11.058 -0.001 0.009 0.002
Si 4.086 1.33 11.051 0.002 -0.005 0.004
Si 1.37 4.044 11.061 0.017 0 0.003
Si 4.088 6.765 11.061 -0.006 -0.01 0.003
Si 1.376 9.481 11.061 -0.004 -0.004 0.004
Si 4.095 -4.111 11.045 0.006 -0.003 0
Si 6.803 -1.39 11.023 -0.005 -0.001 -0.003
Si 9.513 1.347 10.991 -0.009 -0.005 0.001
Si 6.801 4.057 11.03 -0.008 -0.001 0.001
Si 9.519 -9.536 10.998 0.005 -0.005 0.005
Si 6.814 -6.83 11.041 -0.001 0.001 0.007
Si 9.523 -4.101 10.999 -0.01 0.014 -0.005
Si 12.228 -1.363 10.962 0.005 0.002 0.002
Si 14.937 1.363 10.929 0.006 -0.002 0.002
Si 12.231 4.073 10.961 0.004 -0.01 0.003
Si 14.942 -9.524 10.914 0.002 -0.006 -0.002
Si 12.235 -6.812 10.954 0.009 0.007 0.002
Si 14.948 -4.082 10.916 0 -0.004 -0.002
Si 17.657 -1.359 10.892 -0.004 -0.002 0.001
Si 20.381 1.362 10.852 0.013 -0.006 -0.008
Si 17.654 4.086 10.882 0.004 -0.007 0.001
Si 20.392 -9.514 10.865 -0.009 0.004 -0.004
Si 17.673 -6.798 10.888 0.001 -0.006 -0.001
Si 20.39 -4.074 10.873 -0.002 0.002 0
Si 23.118 -1.352 10.847 -0.002 -0.014 -0.002
Si 25.848 1.382 10.844 0 0.002 0.002
Si 23.12 4.093 10.846 -0.004 -0.001 0.001
Si 25.852 -9.506 10.843 0.005 0.008 0.002
Si 23.124 -6.797 10.856 0.006 0.004 0.002
Si 25.852 -4.07 10.832 -0.004 0.002 -0.004
Si 28.574 -1.339 10.83 0.006 -0.007 0
Si 31.288 1.397 10.833 -0.006 0.002 0.002
Si 28.569 4.098 10.852 -0.014 -0.003 0.002
Si 31.289 -9.487 10.844 0.002 0.005 0.005
Si 28.582 -6.782 10.829 -0.001 -0.003 0.003
Si 31.294 -4.047 10.83 -0.003 -0.004 0.004
Si 33.993 -1.312 10.831 -0.005 0.002 0.002
Si -28.587 1.415 10.826 0.002 -0.008 0.002
Si -31.288 4.128 10.828 -0.008 -0.001 0.004
Si -28.576 -9.467 10.826 0.002 0.006 0
Si -31.278 -6.757 10.841 0.012 -0.006 0.005
Si -28.578 -4.029 10.818 0.004 0.008 0
Si -25.875 -1.313 10.811 0.003 -0.003 -0.002
Si -23.152 1.4 10.813 -0.003 -0.001 0.001
Si -25.876 4.135 10.817 -0.005 0.005 -0.002
Si -23.158 -9.477 10.795 0.003 0.002 -0.003
Si -25.866 -6.747 10.804 0.005 0.007 -0.001
Si -23.157 -4.046 10.802 -0.004 0 -0.003
Si -20.423 -1.34 10.804 0.007 0.004 0.001
Si -17.691 1.361 10.807 0.002 0.006 -0.005
Si -20.42 4.105 10.797 0.012 0 -0.005
Si -17.689 -9.505 10.807 -0.009 -0.007 -0.007
Si -20.433 -6.778 10.796 -0.009 -0.009 -0.005
Si -17.688 -4.069 10.816 0.011 -0.007 -0.005
Si -14.953 -1.363 10.843 0.003 -0.005 0
Si -12.213 1.345 10.864 -0.001 0.001 -0.005
Si -14.947 4.078 10.826 -0.005 0.002 -0.004
Si -12.202 -9.526 10.879 0.001 0.001 0.004
Si -14.946 -6.796 10.841 0.002 0.006 -0.004
Si -12.211 -4.088 10.883 -0.006 0.004 0.001
Si -9.479 -1.372 10.919 0 -0.001 -0.002
Si -6.765 1.335 10.972 -0.007 0 -0.001
Si -9.476 4.069 10.925 -0.007 0 -0.001
Si -6.759 6.776 10.985 0.006 0.006 -0.001
Si -9.485 9.509 10.929 0.004 -0.005 -0.003
Si -6.759 -4.093 10.968 -0.007 -0.002 -0.008
Si -4.051 -1.388 11.017 0.003 0.008 0.002
Si -1.341 1.329 11.05 -0.003 0.002 0
Si -4.045 4.049 11.027 -0.004 0.012 -0.001
Si -1.341 6.762 11.039 0.001 0.007 -0.003
Si -4.052 9.5 11.018 -0.001 -0.01 0.001
Si -1.343 -4.112 11.05 0.002 -0.001 -0.002
Si 2.732 -0.035 12.416 0.008 0.004 0
Si 5.435 2.703 12.398 -0.007 -0.006 0
Si 2.719 5.412 12.422 0.002 0.007 0.005
Si 5.452 8.134 12.413 0.005 0.005 -0.001
Si 2.732 10.853 12.413 0.002 0.007 -0.002
Si 5.453 -2.754 12.401 -0.008 0.007 0.001
Si 8.158 -0.016 12.363 0.001 0.004 -0.003
Si 10.881 2.712 12.342 -0.004 0.007 -0.005
Si 8.168 5.425 12.378 -0.006 0.004 -0.008
Si 10.883 -8.166 12.344 0 -0.002 -0.007
Si 8.177 -5.46 12.39 0.004 0.003 0
Si 10.882 -2.732 12.339 0.002 -0.009 -0.005
Si 13.586 0.006 12.314 0 0.001 0.003
Si 16.304 2.739 12.27 0.004 0.005 -0.002
Si 13.596 5.445 12.308 0.007 0.009 -0.002
Si 16.318 -8.162 12.254 0.008 0.007 -0.004
Si 13.603 -5.449 12.294 0 -0.004 -0.002
Si 16.306 -2.717 12.269 -0.001 0 0.002
Si 19.03 0.011 12.23 0.006 0 0
Si 21.755 2.726 12.192 -0.01 -0.005 -0.006
Si 19.028 5.449 12.227 0.009 0 -0.002
Si 21.771 -8.165 12.219 -0.002 -0.006 -0.004
Si 19.041 -5.441 12.243 0 0.003 -0.002
Si 21.766 -2.711 12.214 0 0.004 0
Si 24.492 0.015 12.193 0.004 0.009 0.002
Si 27.214 2.737 12.213 0.012 -0.003 -0.002
Si 24.496 5.446 12.201 -0.003 -0.009 0.004
Si 27.232 -8.15 12.189 -0.001 0.009 -0.005
Si 24.502 -5.435 12.196 -0.002 0 0.003
Si 27.224 -2.709 12.183 -0.006 0.001 0.002
Si 29.934 0.029 12.189 -0.002 0.002 0
Si 32.644 2.761 12.196 0.002 -0.006 -0.004
Si 29.934 5.463 12.206 -0.009 -0.008 -0.008
Si 32.658 -8.131 12.206 -0.004 0.008 0.001
Si 29.952 -5.424 12.187 -0.004 0.004 -0.003
Si 32.643 -2.678 12.198 -0.003 -0.011 0.002
Si 35.347 0.053 12.201 -0.001 0.009 -0.002
Si -27.231 2.777 12.192 0.001 -0.003 0.001
Si -29.928 5.489 12.195 0.011 -0.005 -0.002
Si -27.219 -8.098 12.18 0.01 -0.001 0
Si -29.922 -5.385 12.2 -0.001 0.008 -0.001
Si -27.227 -2.67 12.185 -0.001 -0.006 -0.002
Si -24.52 0.046 12.176 -0.002 -0.001 0.007
Si -21.785 2.754 12.165 0 0.006 0.007
Si -24.518 5.494 12.172 -0.007 -0.006 0
Si -21.807 -8.121 12.158 -0.002 -0.002 0.007
Si -24.517 -5.393 12.176 0 -0.006 0.003
Si -21.807 -2.683 12.161 0.004 -0.008 0.002
Si -19.06 0.009 12.163 0.006 0.006 0.006
Si -16.333 2.726 12.156 0.007 -0.008 -0.005
Si -19.067 5.465 12.154 0.009 0.003 0.001
Si -16.329 -8.154 12.172 -0.005 0 -0.002
Si -19.075 -5.42 12.154 -0.003 0.006 0.001
Si -16.328 -2.72 12.182 0 0.007 -0.002
Si -13.586 -0.011 12.199 -0.007 -0.001 0.006
Si -10.855 2.693 12.233 -0.005 0.004 -0.008
Si -13.591 5.43 12.194 -0.004 -0.007 0
Si -10.856 -8.17 12.261 0.001 0.004 0.002
Si -13.597 -5.439 12.217 -0.004 -0.014 -0.003
Si -10.849 -2.734 12.249 0.008 0.003 0.009
Si -8.13 -0.031 12.308 -0.009 0.006 0.001
Si -5.418 2.683 12.358 0.001 -0.006 -0.003
Si -8.132 5.417 12.316 0.009 -0.001 0.004
Si -5.409 8.134 12.355 -0.013 0.003 -0.004
Si -8.124 10.862 12.298 -0.001 0.004 -0.003
Si -5.41 -2.757 12.362 -0.015 -0.015 0.004
Si -2.702 -0.037 12.396 0.002 -0.007 0.004
Si 0.01 2.685 12.42 0.002 0.001 0.003
Si -2.693 5.404 12.398 0.002 0.004 0.004
Si 0 8.126 12.411 0.001 -0.014 -0.003
Si -2.702 -5.473 12.401 -0.007 -0.002 0
Si 0.011 -2.75 12.413 0.007 -0.004 0
Si 1.363 1.316 13.776 0.01 -0.008 0
Si 4.072 4.046 13.777 0 0.006 0.009
Si 1.34 6.764 13.776 0.003 0.015 -0.006
Si 4.085 9.493 13.777 -0.004 -0.006 0.009
Si 1.361 -4.113 13.775 -0.007 0.004 0.004
Si 4.081 -1.411 13.769 0.006 -0.003 0.006
Si 6.794 1.331 13.735 -0.011 0 0.004
Si 9.536 4.063 13.727 0.003 -0.011 0.006
Si 6.819 6.772 13.767 0.004 -0.015 0.007
Si 9.54 -6.824 13.745 0.005 0.004 0
Si 6.81 -4.113 13.763 0.003 -0.005 0.003
Si 9.523 -1.376 13.711 -0.007 -0.002 -0.003
Si 12.239 1.356 13.708 0.001 -0.007 0.004
Si 14.964 4.094 13.666 0.01 -0.002 0.008
Si 12.246 -9.526 13.696 -0.003 0.003 0.003
Si 14.969 -6.818 13.636 0.011 -0.01 -0.001
Si 12.242 -4.112 13.676 0.003 0.005 0
Si 14.948 -1.369 13.653 -0.002 0 0.007
Si 17.682 1.377 13.603 0.002 -0.001 0.003
Si 20.403 4.081 13.556 0.008 -0.002 -0.002
Si 17.679 -9.52 13.611 -0.007 -0.005 0.002
Si 20.419 -6.807 13.583 -0.004 0.005 0.001
Si 17.678 -4.084 13.608 -0.001 -0.003 0.004
Si 20.41 -1.344 13.571 0.008 -0.003 0
Si 23.134 1.385 13.544 -0.013 0.006 0.003
Si 25.863 4.104 13.573 0.002 -0.004 0.009
Si 23.139 -9.53 13.571 -0.002 0.003 0.011
Si 25.883 -6.79 13.543 0.004 -0.01 0.002
Si 23.142 -4.079 13.553 -0.001 0.001 0.003
Si 25.876 -1.337 13.536 0.003 -0.009 0.007
Si 28.587 1.379 13.564 0.001 -0.013 0.004
Si 31.295 4.111 13.573 -0.001 0.005 0.008
Si 28.581 -9.5 13.57 -0.009 0.011 0.006
Si 31.309 -6.771 13.568 0.003 0.001 0.006
Si 28.597 -4.064 13.538 0.007 -0.007 0.003
Si 31.292 -1.314 13.565 -0.006 0.012 0.002
Si 33.999 1.417 13.573 -0.007 0.001 0.01
Si -28.583 4.134 13.574 -0.003 0.002 0.007
Si 34.014 -9.481 13.585 0.003 -0.011 0.006
Si -28.557 -6.737 13.565 0.001 0.002 0
Si 34 -4.03 13.569 0.003 0.007 0.009
Si 36.705 -1.311 13.562 0.01 -0.013 0.003
Si -25.876 1.407 13.548 0 0.001 0.003
Si -23.158 4.119 13.515 -0.001 0.011 -0.001
Si -25.872 -9.46 13.544 -0.006 0.009 0.005
Si -23.167 -6.765 13.53 0.002 -0.003 -0.001
Si -25.877 -4.036 13.548 0.009 0.003 -0.002
Si -23.171 -1.326 13.534 -0.001 0.005 0.005
Si -20.431 1.369 13.511 0.017 -0.006 0.002
Si -17.704 4.095 13.494 -0.009 0.002 -0.009
Si -20.45 -9.498 13.496 -0.001 -0.001 -0.009
Si -17.708 -6.782 13.502 0.006 -0.008 -0.004
Si -20.453 -4.061 13.502 0 0.002 -0.003
Si -17.704 -1.362 13.518 0.016 -0.015 0.005
Si -14.975 1.364 13.504 -0.014 0.019 0.001
Si -12.23 4.064 13.545 0.013 -0.016 -0.007
Si -14.97 -9.524 13.523 0.002 -0.004 -0.001
Si -12.234 -6.792 13.579 -0.012 0.012 -0.003
Si -14.968 -4.067 13.554 -0.003 0.002 -0.003
Si -12.224 -1.36 13.57 -0.003 0.003 0.004
Si -9.51 1.343 13.621 -0.003 0.015 -0.003
Si -6.785 4.055 13.691 -0.01 0.004 0.001
Si -9.492 -9.512 13.638 -0.007 0.005 0.012
Si -6.767 9.516 13.678 0.003 -0.012 -0.001
Si -9.487 -4.083 13.623 0.007 -0.014 0.002
Si -6.776 -1.385 13.69 -0.005 0.007 0
Si -4.068 1.326 13.738 -0.008 0.004 -0.004
Si -1.349 4.048 13.779 0.006 0.003 0.011
Si -4.053 6.786 13.729 -0.007 0.003 0
Si -1.355 9.489 13.777 0.002 0 0.002
Si -4.065 -4.116 13.752 0.011 -0.001 0.007
Si -1.354 -1.395 13.774 -0.011 0.013 0.006
Si 0.008 -0.045 15.143 0.005 -0.005 0.002
Si 2.694 2.692 15.14 -0.009 -0.011 0.007
Si -0.015 5.417 15.161 0.007 0.004 0.008
Si 2.684 8.144 15.116 -0.008 -0.008 -0.002
Si -0.009 -5.458 15.141 0.01 0.003 0.004
Si 2.714 -2.762 15.146 0.003 0.005 0.001
Si 5.437 -0.034 15.103 0.004 0.006 0.001
Si 8.169 2.688 15.073 0.007 0.012 0.001
Si 5.447 5.407 15.119 -0.006 0.004 0.001
Si 8.184 8.141 15.127 0.006 0.002 -0.005
Si 5.448 10.85 15.143 -0.003 0.008 0.009
Si 8.185 -2.739 15.093 0.008 0.014 0.002
Si 10.877 -0.02 15.073 -0.002 0.014 0.002
Si 13.602 2.748 15.044 -0.004 0.004 0
Si 10.894 5.441 15.082 0.008 0.005 -0.002
Si 13.63 -8.167 15.035 -0.002 0.007 0.005
Si 10.928 -5.473 15.093 0.012 -0.001 0.002
Si 13.588 -2.744 15.021 -0.007 -0.014 -0.004
Si 16.324 0.019 14.966 0 -0.003 0.003
Si 19.044 2.759 14.946 0.003 0 0
Si 16.33 5.468 15.02 0.005 0.021 0.002
Si 19.067 -8.173 14.948 0.014 0.008 -0.002
Si 16.328 -5.456 14.979 -0.005 0.008 0.009
Si 19.065 -2.717 14.929 -0.005 0.006 0
Si 21.774 0.039 14.905 -0.002 -0.001 0.007
Si 24.497 2.735 14.914 0 0.005 0.002
Si 21.783 5.403 14.92 -0.017 -0.012 0.006
Si 24.54 -8.169 14.891 0.006 0.013 0.008
Si 21.805 -5.457 14.924 0.004 -0.006 0.001
Si 24.523 -2.707 14.874 0.001 0.001 -0.004
Si 27.235 0.011 14.919 0.007 0.011 0.004
Si 29.946 2.737 14.931 -0.008 -0.001 -0.001
Si 27.226 5.463 14.944 0.003 0 0.004
Si 29.967 -8.154 14.922 0.005 -0.002 -0.004
Si 27.267 -5.444 14.895 0.002 -0.001 0.004
Si 29.93 -2.687 14.907 -0.006 -0.01 0.004
Si 32.649 0.052 14.935 -0.004 -0.001 -0.002
Si 35.337 2.784 14.957 0 0 0.003
Si 32.66 5.46 14.946 -0.002 0 0.009
Si 35.374 -8.093 14.932 0.01 0.004 -0.005
Si 32.654 -5.398 14.939 -0.001 -0.01 -0.006
Si 35.355 -2.668 14.937 -0.004 -0.001 -0.001
Si 38.05 0.057 14.931 -0.005 0.012 0.006
Si -24.501 2.762 14.894 0.001 -0.002 0.001
Si -27.227 5.514 14.923 0.004 -0.002 -0.002
Si -24.525 -8.103 14.917 0.002 0.005 0.009
Si -27.21 -5.382 14.954 0 0 0.009
Si -24.539 -2.673 14.911 -0.003 -0.005 0.007
Si -21.798 0.023 14.886 0.009 0.008 0.009
Si -19.071 2.745 14.842 0.008 -0.001 0.001
Si -21.821 5.491 14.873 0.004 -0.005 0.004
Si -19.086 -8.142 14.834 -0.01 -0.007 0.002
Si -21.814 -5.4 14.879 0.004 0.009 0
Si -19.094 -2.713 14.857 0.004 0.003 0.003
Si -16.331 0.005 14.849 0.017 0.007 0.005
Si -13.611 2.703 14.863 0.006 0.003 -0.003
Si -16.339 5.432 14.862 -0.001 -0.006 0.003
Si -13.618 -8.167 14.884 0 -0.01 -0.001
Si -16.365 -5.423 14.873 -0.004 0.001 0.005
Si -13.591 -2.711 14.909 -0.001 -0.011 0.003
Si -10.877 -0.016 14.958 0.001 0.002 0.007
Si -8.168 2.685 15.011 0.005 -0.001 0.008
Si -10.88 5.413 14.915 -0.012 -0.001 0.006
Si -8.137 -8.143 15.016 0 0.006 0.009
Si -10.875 -5.429 14.943 -0.012 -0.017 0.001
Si -8.136 -2.754 15.025 -0.002 -0.006 0.01
Si -5.425 -0.045 15.082 -0.006 -0.014 0.007
Si -2.715 2.673 15.117 -0.004 -0.005 0.004
Si -5.421 5.416 15.049 0.009 0.01 -0.004
Si -2.721 8.134 15.137 0.004 0.002 0.008
Si -5.419 -5.494 15.1 -0.01 -0.013 0.005
Si -2.718 -2.759 15.129 -0.004 -0.012 0.007
O -0.366 -1.357 25.25 -0.173 0.179 -0.009
O 2.827 -5.375 25.497 -0.07 -0.342 0.481
O 2.747 0.034 22.149 0.091 0.001 0.468
O 4.14 1.834 23.334 0.193 0.355 0.022
O 1.271 2.904 -3.367 -0.343 -0.223 0.1
O 0.921 3.613 23.015 -0.135 -0.376 0.289
O 2.709 5.391 22.318 -0.183 0.042 0.316
O 10.187 4.067 25.286 0.176 -0.127 -0.584
O 1.811 -6.662 23.397 -0.046 0.037 0.349
O -1.572 1.288 -1.462 -0.213 0.176 -0.17
O 5.326 -2.876 22.3 -0.211 0.179 0.143
O 10.681 -5.317 -3.567 0.054 -0.529 -0.04
O 8.911 0.953 23.034 -0.753 -0.017 -0.073
O 10.12 -7.067 24.606 0.18 0.29 -0.242
O 8.119 5.389 22.177 -0.065 0.009 0.487
O 11.718 -8.055 22.8 0.092 -0.405 0.135
O 10.613 5.926 -5.129 0.759 -0.127 0.03
O 8.221 -5.489 22.313 -0.131 0.036 0.143
O 8.19 -6.952 -6.121 -0.343 0.265 -0.305
O 16.315 -0.954 -6.188 -0.246 0.546 0.174
O 11.922 -1.893 22.996 0.29 -0.122 0.282
O 15.531 1.653 22.98 -0.088 -0.185 0.258
O 10.752 2.587 22.146 -0.101 -0.051 0.574
O 15.131 3.932 24.206 0.012 0.103 0.458
O 27.562 3.169 -6.676 0.18 0.537 -0.04
O 14.177 -7.724 24.512 -0.119 -0.442 -0.152
O 12.516 -6.141 25.857 -0.048 -0.293 -0.129
O 15.083 -3.859 23.327 -0.632 0.13 0.215
O 17.187 -5.219 24.216 0.266 0.014 0.038
O 16.634 -2.538 21.977 -0.074 0.16 0.611
O 18.176 -0.66 22.858 -0.174 0.148 0.212
O 16.039 -3.592 -6.443 -0.559 -0.112 0.567
O 21.809 2.668 22.044 -0.134 -0.092 0.315
O 17.439 3.504 23.048 0.153 -0.162 0.134
O 19.056 5.387 22.144 0.152 -0.038 0.432
O 24.705 5.61 25.177 0.228 -0.247 0.41
O 22.851 -7.177 22.822 -0.613 -0.116 0.066
O 18.076 -7.221 22.967 -0.132 -0.538 -0.025
O 19.488 -5.191 22.008 0.086 0.104 0.342
O 20.378 -1.659 23.755 -0.332 -0.493 -0.002
O 22.947 -1.638 23.258 0.388 0.178 0.419
O 22.406 4.405 25.812 0.314 -0.75 0.182
O 25.157 0.716 22.85 -0.226 0.008 -0.054
O 26.852 7.299 25.328 0.167 0.43 -0.002
O 32.663 2.232 -6.256 0.381 0.235 -0.046
O 24.548 -5.367 22.109 -0.204 -0.026 0.252
O 26.092 -3.485 23.162 0.044 -0.041 0.322
O 21.811 5.789 -3.479 0.153 0.227 -0.355
O 30.746 -4.575 23.093 -0.274 0.345 0.557
O -31.544 2.63 -3.875 -0.03 -0.152 -0.085
O 31.443 4.398 23.402 0.209 -0.122 -0.498
O 32.363 2.691 25.183 0.328 -0.146 0.298
O 27.063 2.546 22.177 -0.005 0.301 0.501
O 29.94 6.286 22.581 -0.452 0.153 -0.126
O 32.152 7.616 22.867 0.442 0.058 -0.194
O 29.28 -5.293 25.224 -0.054 -0.484 0.41
O 29.18 -6.653 23.03 0.111 -0.401 0.147
O 32.445 -2.799 22.195 -0.216 0.13 0.19
O -29.048 1.206 22.913 -0.128 0.043 0.19
O -26.279 -7.259 22.918 -0.26 0.192 0.294
O -28.115 7.212 23.178 -0.122 0.15 0.596
O -29.814 7.317 -4.144 0.039 -0.232 0.598
O -31.51 -6.754 23.302 0.077 0.336 0.445
O -29.82 -5.243 22.205 0.207 0.083 0.223
O -28.322 -3.202 23.002 0.206 -0.183 0.465
O -26.359 -1.446 22.996 0.031 0.059 0.417
O -26.903 -2.813 25.1 0.118 0.142 -0.151
O -24.483 0.128 22.087 0.014 -0.141 0.42
O -22.676 1.813 23.027 -0.209 0.036 0.351
O -31.392 -1.29 23.588 0.462 0.145 0.273
O -27.134 2.832 22.161 -0.23 0.123 0.714
O -23.417 6.389 23.121 0.469 0.146 0.33
O -21.625 -8.165 22.265 0.046 -0.152 0.566
O -19.509 -2.709 -5.91 0.281 0.092 -0.283
O -21.453 -2.295 22.425 0.017 -0.272 -0.078
O -21.348 3.142 24.974 0.313 0.702 0.04
O -15.151 -2.404 25.488 -0.451 -0.066 -0.246
O -17.824 1.01 23.194 0.191 0.031 0.478
O -16.383 2.647 21.903 0.16 -0.294 0.374
O -18.849 2.107 -6.385 -0.154 0.305 -0.553
O -19.026 5.377 22.017 0.242 -0.133 0.253
O -17.255 7.08 22.849 0.027 0.245 0.213
O -23.371 -3.608 23.311 -0.549 -0.368 0.434
O -18.535 -4.365 22.535 -0.193 0.249 0.459
O -14.824 -1.241 23.057 0.141 0.416 0.097
O -12.738 1.081 23.101 -0.056 -0.53 0.131
O -12.915 5.551 22.337 0.237 -0.416 0.059
O -10.214 7.005 -5.273 -0.197 0.297 0.063
O -15.235 4.598 22.89 -0.425 -0.195 0.609
O -12.006 7.972 22.617 -0.181 0.484 0.256
O -9.908 -6.925 23.101 0.445 0.38 0.695
O -15.71 -7.092 22.598 -0.394 0.294 0.05
O -13.662 -5.426 22.013 0.188 0.032 0.079
O -9.871 -0.965 23.408 -0.479 -0.099 0.129
O -7.991 0.33 22.225 -0.047 -0.032 0.37
O -5.964 2.331 22.228 0.034 -0.113 0.394
O -12.037 1.716 25.592 0.472 -0.319 0.08
O -0.083 8.033 22.501 -0.053 0.067 0.236
O -3.74 -5.114 25.262 -0.294 -0.217 0.174
O -12.79 -2.209 24.443 0.072 0.082 -0.054
O -8.266 -5.386 22.057 -0.097 -0.007 0.36
O -2.998 -2.563 25.119 0.485 0.138 -0.18
O -2.761 0.052 22.418 0.081 0.091 0.36
O 15.18 6.778 26.016 0.46 -0.486 0.199
O -4.808 4.161 -6.535 -0.499 0.145 -0.184
O -0.706 6.463 -1.152 0.465 0.038 0.079
O -4.984 -4.628 -3.376 0.52 -0.314 -0.172
O 3.002 1.45 25.792 0.162 -0.071 0.353
O -2.468 5.147 -6.936 0.436 -0.194 0.24
O 4.052 -3.03 25.886 -0.135 0.23 -0.081
O 0.022 -1.108 -6.011 -0.223 0.105 -0.035
O -0.827 -3.576 -6.671 0.129 -0.3 0.323
O -28.264 -3.121 -6.065 -0.068 -0.248 0.442
O 4.67 6.972 23.091 0.193 -0.306 0.403
O 5.272 -0.293 -3.295 0.183 0.007 -0.263
O -4.468 -6.457 23.209 -0.106 0.121 0.343
O 1.418 -3.229 25.461 -0.2 0.117 0.119
O -3.761 2.365 25.677 -0.061 -0.099 0.026
O 19.17 -6.642 25.321 0.216 -0.42 -0.04
O -0.469 7.507 -3.513 0.059 0.436 0.214
O 6.375 -6.463 -4.401 0.436 0.537 0.142
O 11.361 -2.877 25.33 0.215 -0.101 0.099
O -2.42 -2.535 -3.2 0.126 -0.07 -0.127
O 9.263 1.209 -1.63 -0.248 0.232 -0.447
O 6.506 -7.389 22.978 0.279 -0.086 0.265
O 13.868 5.747 22.726 -0.665 -0.219 0.017
O 7.71 0.202 25.286 -0.038 0.532 0.215
O 15.926 7.105 23.35 0.582 -0.085 0.004
O -14.655 7.093 23.468 0.152 0.199 0.378
O -16.203 0.529 -3.168 0.759 0.016 -0.175
O 8.498 4.272 -6.567 -0.352 -0.058 0.29
O 18.749 -1.942 -6.019 0.195 0.112 -0.575
O 11.959 -3.645 -5.21 0.371 -0.074 -0.37
O -26.334 -5.18 -4.44 -0.21 0.207 -0.192
O -9.511 -4.248 -5.401 0.365 -0.553 -0.121
O 23.604 3.978 23.341 0.197 -0.207 0.124
O 27.578 -8.068 -3.853 0.375 -0.333 0.087
O -17.197 -5.624 24.341 0.425 0.501 -0.166
O -22.92 7.216 -6.897 0.107 0.215 -0.118
O 21.714 -7.859 -6.945 0.611 -0.243 0.217
O 28.157 -4.323 -5.987 -0.005 -0.448 -0.153
O 22.257 -5.456 -5.979 0.55 -0.083 0.525
O 8.495 6.138 25.461 0.051 0.132 -0.397
O 26.154 -3.739 -1.408 -0.17 -0.233 -0.53
O -29.932 5.495 -6.08 -0.255 -0.164 0.076
O 20.267 7.997 -3.308 0.219 0.195 0.035
O 26.338 5.993 -4.502 0.609 -0.09 0.172
O 27.373 -5.453 -0.061 0.103 0.059 -0.433
O -4.239 -0.25 25.51 -0.356 0.084 0.132
O 29.799 -0.112 22.061 -0.098 -0.052 0.5
O -19.481 -5.252 -5.799 0.078 -0.26 0.397
O -31.898 7.828 25.206 0.293 0.197 0.016
O 22.491 6.191 23.91 0.185 0.178 -0.574
O -29.173 3.338 -3.3 0.398 0.292 0.024
O 32.659 5.44 -0.407 0.081 0.106 -0.095
O -31.262 -3.68 -2.138 -0.051 -0.646 0.105
O -19.245 -1.009 22.637 0.322 -0.018 0.158
O -23.493 -3.544 -1.216 0.086 -0.162 -0.293
O 30.034 1.494 25.626 -0.217 0.145 -0.122
O 31.398 -6.756 24.491 0.137 0.015 0.688
O -29.938 -8.136 -0.675 -0.178 -0.17 -0.032
O 17.935 5.563 -5.617 0.127 -0.014 -0.027
O -20.579 4.49 -1.27 0.17 -0.284 -0.474
O -24.801 0.249 25.735 -0.558 0.052 -0.464
O -31.085 5.173 -3.69 -0.369 0.201 0.044
O 8.989 7.322 -1.304 0.184 0.397 -0.11
O -25.45 6.983 -2.056 0.06 0.047 -0.101
O 32.464 -5.158 -3.588 -0.2 0.061 -0.557
O 31.522 -4.171 -1.407 -0.297 -0.229 -0.123
O -25.419 -3.156 -2.908 -0.742 -0.033 0.484
O -30.427 1.05 25.144 -0.525 0.179 -0.118
O -20.699 -1.401 -4.034 0.628 -0.054 0.332
O -26.322 4.621 -1.341 -0.283 -0.224 -0.242
O -14.761 4.559 -1.057 0.393 0.143 -0.145
O -12.952 -1.476 -5.48 0.33 0.32 -0.038
O 25.993 1.6 25.127 0.302 0.424 -0.282
O -18.428 2.086 -3.819 0.13 -0.08 0.547
O 1.421 -1.656 23.382 0.418 0.228 0.359
O -24.145 5 25.275 0.426 0.213 0.054
O 24.607 -2.015 -0.556 0.127 -0.205 0.137
O -19.346 -3.032 26.467 0.484 -0.282 0.306
O 17.818 -7.44 -4.063 0.069 -0.328 -0.236
O -22.984 -6.764 -5.1 0.296 -0.297 -0.407
O 6.472 -2.054 25.776 0.374 -0.2 0.24
O -8.222 2.988 -5.803 -0.514 -0.131 -0.462
O -22.962 -1.068 24.252 -0.452 0.164 -0.485
O -22.049 -1.792 -6.225 -0.125 -0.199 -0.001
O -9.876 6.76 23.139 -0.263 -0.034 -0.789
O 5.176 2.261 -2.331 0.104 -0.065 0.093
O -10.385 -3.025 24.893 0.232 -0.255 0.344
O -14.942 -0.416 -6.74 -0.054 -0.031 0.694
O 20.735 1.835 -5.566 -0.131 0.386 0.096
O -28.852 -3.167 -1.482 0.454 0.054 -0.446
O 29.975 -3.612 -4.302 0.17 0.207 0.635
O -22.878 3.226 -3.451 -0.407 0.149 0.189
O 12.056 -3.845 -1.929 -0.152 -0.014 -0.207
O -18.359 -7.578 -3.218 -0.183 0.542 -0.291
O -24.368 -0.548 -6.511 0.315 0.268 0.376
O -19.007 2.728 -0.284 0.025 0 -0.352
O -25.402 -7.637 -4.429 -0.185 -0.252 -0.052
O -7.322 1.661 -0.986 0.124 0.007 -0.355
O -2.01 6.174 23.21 -0.182 -0.371 -0.03
O -13.73 -2.365 -0.615 0.248 -0.077 -0.057
O 31.417 1.623 -4.016 -0.197 -0.572 -0.081
O -9.54 -6.103 25.992 -0.264 0.032 -0.324
O -9.014 -7.461 -1.037 0.111 -0.355 0.083
O 25.751 -1.405 -2.84 -0.353 -0.272 -0.486
O 28.318 -5.552 -3.624 -0.209 0.404 0.03
O -16.356 -7.952 24.971 0.028 -0.538 0.535
O 13.188 -1.67 -1.145 0.332 0.235 0.27
O -5.824 3.939 25.83 -0.395 0.015 -0.273
O -1.474 -3.911 -1.093 -0.553 0.129 0.01
O -12.539 7.889 -3.888 0.065 -0.186 -0.667
O -0.988 6.906 -5.959 0.04 -0.576 -0.377
O -21.849 -5.332 -0.298 -0.147 0.052 -0.19
O 21.813 -3.828 24.403 -0.165 -0.43 -0.231
O -16.712 6.108 -1.51 -0.207 -0.198 -0.3
O -16.168 2.232 -5.12 -0.027 -0.29 -0.51
O 13.858 0.559 -3.654 0.621 -0.406 0.13
O 0.904 4.047 -1.032 -0.606 0.129 -0.063
O -30.71 -1.327 -1.163 0.296 0.389 -0.202
O 15.465 7.824 -3.253 -0.536 0.259 -0.065
O -12.292 -4.826 24.658 0.365 -0.369 -0.214
O 17.023 7.743 -6.84 -0.114 -0.044 0.215
O -9.846 -0.012 -6.504 -0.039 -0.201 0.096
O 28.414 3.514 -1.251 0.144 -0.641 0.071
O -9.582 -0.771 26.112 0.225 0.553 -0.225
O -17.807 0.692 -1.224 -0.596 -0.215 -0.211
O 27.327 -1.397 -0.886 0.051 0.571 -0.385
O 16.162 -5.303 -0.314 0.08 -0.258 0.48
O 22.052 0.7 -3.479 0.335 -0.377 0.159
O 29.66 -2.675 -0.415 -0.106 -0.041 -0.294
O -9.512 -2.229 -3.701 -0.129 -0.309 -0.148
O 26.194 -6.584 -2.241 -0.159 0.29 0.198
O 1.08 -8.047 -5.778 0.656 0.239 0.26
O 5.769 4.423 -1.151 -0.25 0.295 0.017
O 31.204 4.082 -2.756 0.578 0.025 0.005
O 23.651 -7.12 -1.556 -0.157 0.055 -0.462
O -6.692 4.892 -4.906 0.141 0.534 0.165
O -3.272 -0.019 -3.024 -0.456 0.178 -0.135
O 4.636 -7.806 -3.065 -0.171 -0.213 -0.219
O -16.478 -2.83 21.97 0.098 0.095 0.624
O 30.71 6.521 -1.613 -0.111 0.383 -0.123
O 9.752 3.475 -4.458 0.06 -0.682 0.255
O 23.433 -5.8 25.041 0.537 0.231 0.219
O -32.062 6.835 -5.511 -0.174 0.218 -0.456
O -12.517 6.986 -1.332 0.012 0.476 0.017
O 24.567 -8.084 24.66 0.094 0.226 0.378
O 18.497 -4.469 -5.935 0.043 -0.393 0.075
O -9.903 6.95 -2.657 -0.158 -0.371 0.5
O 0.336 -5.745 -0.257 0.253 -0.004 -0.736
O -12.143 1.011 -1.453 -0.081 -0.424 -0.411
O -31.416 3.62 23.128 0.262 -0.604 0.128
O 8.882 5.562 -3.179 -0.244 -0.336 0.155
O 17.226 3.578 -1.477 -0.134 0.149 -0.267
O 27.076 5.501 -0.406 0.222 -0.12 -0.065
O -7.624 0.47 -5.173 0.331 -0.244 0.402
O -4.411 3.805 23.508 -0.059 0.401 0.009
O 11.793 -6.419 -1.373 0.266 -0.279 -0.652
O 12.907 4.15 -1.045 0.557 -0.463 0.284
O 20.311 7.312 23.257 -0.212 0.584 0.139
O -20.616 3.358 22.602 0.049 -0.067 0.155
O 19.157 5.662 -3.274 -0.058 0.227 0.379
O 8.722 6.819 -6.782 -0.137 0.336 -0.122
O -31.054 3.681 -1.497 -0.152 -0.194 -0.061
O -5.415 -0.028 -0.288 -0.163 -0.018 -0.322
O -14.599 -6.752 -1.464 0.379 -0.217 -0.257
O -1.084 -6.873 -5.105 0.455 0.273 -0.496
O 25.45 7.34 -1.317 -0.357 -0.094 -0.151
O -19.041 -3.699 -3.514 -0.088 -0.094 -0.129
O -25.076 -1.406 -1.116 0.082 0.257 -0.289
O -9.267 4.84 -4.197 0.075 -0.179 0.401
O 25.283 3.847 -5.621 -0.149 0.192 0.015
O -20.737 3.124 -4.874 0.02 -0.241 0.025
O 22.231 3.258 -3.974 -0.382 0.027 -0.31
O -20.001 6.944 -2.123 0.122 -0.119 -0.278
O -25.639 3.441 -4.892 0.498 -0.001 -0.081
O 31.795 -2.708 -6.053 0.155 -0.048 -0.296
O 19.14 2.735 -0.104 -0.02 -0.169 0.028
O 3.624 -4.786 23.067 -0.13 0.246 0.085
O 26.144 0.968 -1.612 0.046 0.267 -0.078
O 6.624 -1.092 -1.312 0.303 0.716 -0.065
O -25.227 2.846 26.381 -0.52 -0.037 -0.339
O -6.554 -3.998 23.413 0.669 -0.008 0.088
O -11.345 -6.32 -5.331 0.231 -0.441 -0.266
O 14.309 1.671 -1.257 -0.423 0.135 0.067
O -19.592 -2.607 -1.069 -0.134 -0.324 0.116
O 4.431 6.952 -1.064 -0.123 -0.49 -0.195
O 20.685 6.37 25.818 -0.249 0.093 0.204
O -31.935 -6.686 -1.611 -0.225 0.037 0.024
O -5.086 -7.678 -6.092 -0.575 0.169 0.187
O 16.388 -3.301 25.707 -0.362 0.423 0.105
O 27.304 -8.102 22.027 0.074 -0.012 0.165
O 25.385 0.749 -4.128 -0.26 0.562 0.247
O -29.545 -7.309 -6.105 -0.567 0.199 -0.238
O -18.052 6.238 -6.735 -0.521 0.581 0.152
O 31.027 6.301 -4.2 -0.404 -0.198 -0.276
O -3.756 -1.826 -1.137 0.081 -0.644 0.101
O -10.715 5.338 -0.364 -0.042 -0.284 -0.47
O 17.723 -4.255 -2.246 -0.096 0.463 0.07
O -26.641 -5.199 26.206 0.473 0.009 -0.427
O -23.795 -4.329 -4.502 0.5 0.028 0.6
O 8.028 -6.48 26.075 -0.228 -0.137 -0.034
O -17.618 -1.619 -2.512 0.084 0.026 -0.508
O 21.975 -1.703 25.814 -0.237 0.446 0.243
O -21.957 -4.752 -6.397 -0.169 0.437 -0.227
O 6.693 3.669 23.489 0.148 -0.422 0.081
O -28.038 6.565 -1.584 -0.188 -0.02 -0.36
O 32.277 -7.732 -3.828 -0.208 0.296 0.326
O -25.81 -6.777 -1.489 -0.316 -0.064 -0.542
O -24.594 2.939 -0.349 0.117 0.13 -0.681
O 22.394 -0.916 -1.414 0.258 -0.012 -0.195
O 10.678 -7.944 -6.083 0.524 0.037 0.571
O 2.41 -7.869 -0.217 0.064 -0.034 -0.333
O -12.066 -3.854 -5.111 0.171 -0.079 0.08
O -30.916 -3.357 -6.094 -0.026 -0.309 0.784
O -24.585 1.305 -3.732 0.037 -0.736 0.038
O 18.041 3.439 -3.971 0.26 -0.386 -0.544
O -17.52 -4.003 -1.419 0.301 -0.218 -0.324
O -27.41 4.84 -6.223 0.081 -0.186 -0.297
O -23.337 7.031 -4.405 0.343 -0.335 0.668
O -7.932 -2.16 24.637 0.266 0.39 -0.31
O -3.95 -6.007 -1.215 0.218 -0.066 -0.265
O -19.414 -6.756 22.971 0.198 -0.322 0.217
O -11.777 4.315 -5.907 0.269 0.059 0.26
O -8.515 4.001 -1.175 0.472 0.448 -0.357
O 28.64 0.775 -5.863 0.111 -0.208 -0.12
O 15.852 -5.931 -3.015 -0.578 0.364 -0.227
O 30.156 -5.917 -5.546 0.453 0.012 0.248
O -5.557 -2.62 25.449 0.038 -0.214 0.527
O 28.665 -7.143 -1.532 0.496 -0.49 -0.098
O 7.197 -2.056 -3.785 -0.268 -0.409 -0.233
O -18.194 8.076 -0.671 0.346 0.503 0.408
O 5.257 4.303 -3.848 0.491 0.429 -0.018
O -1.783 0.712 25.981 0.227 0.161 -0.104
O 15.468 6.355 -1.084 0.31 -0.242 0.037
O -9.289 -0.904 -1.36 0.014 0.512 -0.266
O -11.688 2.603 -3.631 0.042 0.396 0.099
O 8.384 -1.191 -5.929 0.138 0.359 -0.055
O -1.133 1.991 23.245 -0.217 -0.08 0.236
O 19.698 -5.791 -2.999 0.646 -0.224 0.437
O -3.439 3.894 -1.425 0.342 -0.094 0.064
O 9.236 7.525 22.927 -0.432 0.478 0.212
O 20.143 -3.737 -1.383 0.174 0.768 -0.251
O -27.958 1.55 25.356 0.495 0.343 -0.193
O 23.563 -3.201 -6.05 0.002 0.258 0.526
O 19.613 -3.305 -3.895 0.065 0.537 0.081
O -19.669 -5.006 24.805 -0.449 -0.179 -0.072
O -15.631 -5.038 -3.471 -0.506 0.329 0.468
O -12.325 -4.277 -1.412 0.175 -0.274 -0.345
O 7.913 3.017 25.836 0.032 -0.263 -0.062
O 24.611 -0.869 -6.182 0.046 0.03 0.181
O -9.866 2 -1.79 -0.224 -0.177 0.553
O -15.697 -7.619 -3.62 0.38 -0.141 -0.21
O 6.622 6.72 -2.496 -0.304 -0.641 -0.28
O -1.817 -5.087 -3.367 0.209 -0.407 0.263
O 20.255 0.905 22.96 0.109 0.29 0.34
O 30.113 2.647 -6.835 0.012 0.271 0.583
O 12.372 1.33 -5.674 -0.079 -0.113 -0.074
O 1.285 1.134 -5.3 0.059 0.207 -0.659
O 14.793 -5.33 25.32 -0.027 0.081 0.789
O 28.896 5.258 -3.118 -0.47 0.472 -0.111
O 19.075 8.029 -0.12 -0.108 0.073 -0.032
O 8.127 -2.86 -0.281 0.342 0.218 -0.294
O 10.839 -0.68 -1.111 -0.545 -0.052 -0.076
O -13.494 2.656 -0.092 -0.242 -0.099 -0.264
O -3.502 -7.013 -4.083 -0.134 0.034 0.299
O -2.563 -8.135 -0.418 0.019 0.098 -0.423
O -14.339 2.534 24.646 -0.524 -0.147 -0.429
O 1.207 -0.956 -3.681 0.177 0.152 0.166
O -22.64 4.8 -5.667 -0.078 -0.288 -0.509
O 3.995 0.432 -1.063 0.128 -0.612 0.075
O 3.953 -6.828 -5.438 -0.532 0.066 0.223
O 0.083 -0.168 -0.207 0.002 -0.136 -0.059
O -1.448 6.75 25.674 0.54 -0.09 0.271
O -31.179 -0.994 26.335 0.163 -0.484 0.473
O 2.703 2.52 -0.077 0.259 0.162 -0.552
O 26.214 -1.092 24.443 0.012 -0.041 0.219
O 30.212 -1.007 -4.624 0.497 0.316 -0.056
O -24.511 -5.379 -6.745 -0.369 -0.425 0.141
O 6.202 5.012 25.774 -0.536 -0.057 0.272
O 26.108 -3.034 -6.69 -0.055 -0.496 -0.032
O 12.048 -1.079 -4.7 -0.672 -0.091 0.056
O 3.386 -4.129 -1.096 -0.358 0.077 -0.318
O 21.594 -3.126 21.795 0.105 0.045 0.415
O 2.655 -3.119 -3.375 -0.021 -0.126 -0.21
O 7.877 2.883 -0.406 -0.013 -0.12 -0.109
O -7.245 -3.476 -4.115 -0.332 -0.38 0.526
O 18.258 1.255 -2.377 0.379 0.125 0.187
O 8.344 8.106 -3.82 0.44 0.221 -0.059
O -18.531 4.427 -4.958 -0.343 0.073 0.387
O -29.866 5.522 22.219 -0.073 0.036 0.232
O 5.352 -5.427 -0.144 0.074 0.046 -0.349
O 6.445 -7.509 -1.102 0.644 0.163 -0.426
O -20.328 0.996 23.892 -0.308 -0.246 0.102
O 9.748 -4.75 -1.169 -0.363 -0.337 -0.278
O -30.039 -1.765 -3.567 0.19 -0.286 -0.219
O -25.343 4.587 22.984 0.192 -0.2 0.329
O 29.152 2.641 -3.469 -0.345 -0.29 -0.297
O -24.557 -5.472 22.131 0.105 -0.046 0.304
O 10.751 5.539 -0.335 0.087 -0.025 -0.424
O -5.985 -4.319 -1.027 0.158 0.383 -0.226
O 3.187 1.143 -3.559 -0.082 -0.644 0.114
O 13.555 -8.166 -0.431 0.078 0 -0.465
O 17.879 -1.286 -1.429 0.12 -0.348 -0.147
O 10.199 -5.296 -6.133 0.338 0.352 -0.434
O -27.037 1.856 -3.313 0.233 -0.032 0.311
O 14.634 -3.749 -1.365 0.258 -0.117 -0.51
O 16.134 0.107 -0.25 -0.084 -0.003 -0.405
O 15.543 -7.009 -5.363 -0.7 0.311 0.004
O -8.662 5.468 -6.682 0.372 -0.32 -0.718
O -28.557 -0.871 24.383 -0.344 -0.173 0.385
O 9.854 -3.53 23.248 0.122 -0.156 0.285
O 16.777 -7.643 25.238 0.163 -0.254 0.89
O -6.853 7.183 -1.464 -0.474 -0.266 -0.456
O 17.675 -6.812 -1.425 0.376 -0.247 -0.409
O -28 -7.119 -3.964 0.047 0.107 0.51
O -7.943 -2.805 -0.285 0.052 -0.146 -0.372
O -15.253 8.023 -6.744 0.078 -0.094 0.573
O -5.55 7.686 -3.675 0.102 -0.37 -0.024
O -6.245 -6.639 -2.107 -0.391 0.119 -0.023
O -3.488 6.842 -5.092 -0.194 -0.558 0.306
O 0.088 -3.252 -3.062 0.133 -0.413 -0.466
O 24.438 2.688 -0.568 0.175 -0.163 -0.218
O 20.695 6.366 -1.259 0.438 -0.207 -0.099
O 22.586 4.23 -1.493 -0.238 0.39 -0.033
O -23.088 1.36 -1.495 -0.107 -0.282 -0.128
O -15.618 -0.657 -0.96 -0.179 0.297 0.129
O 21.926 -7.869 25.083 -0.001 0.299 0.333
O -22.049 0.678 -3.648 0.51 0.003 -0.402
O -3.381 5.04 25.392 -0.079 0.301 0.233
O 9.983 1.413 25.412 0.569 -0.034 0.312
O 17.658 -0.731 -3.963 -0.303 -0.324 0.116
O 32.094 -2.498 -3.438 0.581 0.451 -0.057
O -14.377 6.211 -2.997 -0.067 0.145 -0.281
O -5.208 -3.269 -5.721 0.118 -0.038 -0.006
O 26.3 7.935 -6.172 -0.569 0.166 -0.024
O 20.024 -0.667 -2.699 -0.146 -0.753 -0.297
O -26.755 5.579 -3.786 -0.222 0.203 -0.205
O -8.872 5.687 25.253 0.147 0.004 0.338
O 32.082 0.003 25.022 -0.116 -0.041 -0.024
O 11.077 3.32 -6.714 0.269 0.47 -0.101
O 26.712 3.708 -3.366 -0.243 -0.567 0.21
O -15.96 4.206 25.833 -0.066 -0.144 -0.49
O 32.556 0.107 -0.46 -0.273 0.155 -0.453
O 6.861 -1.134 23.322 0.518 0.225 0.06
O 11.452 4.781 -3.015 -0.084 0.245 0.375
O -13.67 5.119 24.864 0.281 0.289 0.421
O 13.908 5.685 -3.039 -0.219 0.397 -0.588
O 6.109 -4.605 26.254 0.004 -0.291 -0.278
O 20.975 1.226 -1.141 0.33 0.27 0.114
O -13.752 5.849 -6.941 -0.15 0.096 0.4
O 23.319 1.393 -5.573 -0.125 0.403 -0.683
O 9.821 -1.074 24.36 0.063 0.01 -0.122
O -14.537 -6.053 25.117 0.229 -0.069 -0.448
O -2.49 2.531 -3.492 -0.078 -0.008 -0.42
O -27.158 0.031 -0.379 0.249 0.123 -0.3
O -18.668 -0.688 25.196 0.173 -0.095 -0.157
O -17.206 6.646 -4.3 -0.043 -0.182 0.454
O -16.206 -5.522 0.056 -0.213 -0.053 0.229
O 27.888 0.001 -3.494 0.32 0.195 0.34
O 28.139 -1.922 22.865 0.318 -0.107 0.099
O 4.441 5.475 -5.925 -0.509 0.09 -0.153
O -10.958 2.781 22.152 0.105 -0.07 0.521
O -27.347 -5.119 -0.488 0.247 -0.105 -0.189
O -26.304 1.012 -5.716 -0.254 0.166 0.065
O 28.778 4.091 23.235 -0.305 -0.328 0.422
O -24.073 -8.185 -0.187 -0.007 0.462 0.379
O 13.68 -0.04 22.224 -0.105 -0.029 0.353
O -10.679 -6.857 -2.951 0.129 0.305 0.066
O 8.979 1.767 -6.399 -0.281 -0.461 0.274
O -25.74 6.856 24.283 0.042 -0.011 0.431
O -10.632 0.133 -3.418 0.054 -0.031 -0.885
O 4.287 -7.083 24.288 0.088 0.053 0.43
O -22.427 6.319 -1.216 -0.421 -0.365 -0.232
O -19.963 -0.258 -6.476 -0.424 0.271 -0.328
O -2.492 -7.395 24.596 0.403 -0.072 -0.151
O -20.188 -6.827 -1.481 -0.286 0.527 -0.621
O -23.565 -7.48 -2.615 0.408 0.327 0.203
O -1.764 5.092 -3.128 -0.101 -0.074 -0.331
O -25.039 5.8 -5.909 -0.137 0.326 -0.241
O 28.538 -7.326 -6.971 -0.081 0.188 0.038
O 9.412 -0.828 -3.409 0.043 -0.071 -0.039
O -29.784 -0.956 -5.992 0.245 0.378 -0.296
O -13.313 -6.097 -3.592 0.058 0.51 -0.152
O 29.884 5.454 25.176 -0.095 0.039 0.04
O 21.808 -5.529 -0.506 0.063 0.095 -0.279
O -15.921 4.146 -3.301 -0.476 -0.366 0.304
O 0.618 2.33 25.187 0.103 -0.27 -0.178
O -25.767 -2.834 -5.44 0.386 0.444 0.14
O -27.365 -7.601 25.23 -0.478 0.148 0.274
O -10.598 -5.586 -0.179 -0.166 0.232 -0.401
O 31.204 1.652 23.189 -0.041 0.267 0.183
O 30.829 1.819 -1.469 0.069 -0.042 -0.302
O 4.258 -5.203 -3.397 0.088 -0.056 -0.028
O -11.793 5.522 -3.498 -0.088 -0.589 -0.105
O -0.932 0.479 -4.024 0.021 0.211 -0.056
O 16.519 5.476 -3.404 -0.097 -0.111 -0.128
O -8.085 -7.783 -3.426 0.086 0.263 -0.71
O -17.23 -4.005 -5.352 0.178 0.275 -0.148
O 24.011 0.026 25.289 -0.284 0.085 -0.436
O -21.181 -0.671 -1.477 -0.297 0.557 -0.099
O 18.54 0.552 -6.107 -0.147 0.295 0.052
O -10.719 3.896 25.939 -0.079 0.05 -0.575
O 25.682 6.5 23.02 -0.421 -0.612 0.024
O 6.333 7.451 -5.433 0.126 -0.233 0.388
O -1.399 -4.496 26.114 0.279 0.458 -0.561
O -26.979 -7.035 -6.361 0.677 0.274 -0.156
O -5.312 5.413 -0.399 0.107 -0.132 -0.128
O 3.27 4.26 -2.231 -0.24 0.353 0.011
O 32.323 -2.577 25.428 -0.348 -0.271 -0.231
O 30.947 8.025 -6.129 0.019 -0.268 -0.346
O -22.356 1.022 25.94 0.149 0.054 -0.431
O -4.613 -1.572 23.25 -0.542 -0.062 -0.109
O -13.602 -2.772 -3.23 -0.339 0.149 -0.073
O 6.194 7.541 25.114 -0.186 0.246 0.076
O 27.817 -3.08 25.156 0.148 0.33 0.343
O -29.283 0.727 -3.956 0.093 -0.104 -0.105
O -30.6 -6.515 -3.84 0.19 0.328 0.116
O 5.069 0.015 24.98 -0.256 -0.428 0.202
O -14.712 -3.394 -5.412 -0.152 0.44 -0.355
O -5.019 -2.003 -3.462 -0.411 0.403 -0.028
O 1.617 -1.932 -1.27 0.332 -0.246 -0.046
O 16.818 2.132 25.185 0.135 -0.293 -0.168
O -31.73 0.168 -4.695 -0.421 -0.287 0.068
O -1.017 4.264 24.678 0.045 -0.248 0.596
O 27.893 -1.703 -5.483 -0.309 -0.001 0.159
O 13.927 -2.131 -6.149 -0.043 0.362 -0.266
O 13.033 -5.834 23.229 0.383 0.624 -0.204
O -16.041 4.769 -5.767 0.166 -0.128 -0.679
O -32.039 5.173 25.176 0.453 0.015 -0.04
O -4.247 4.374 -3.911 -0.28 0.205 0.019
O -8.227 -1.97 -6.009 0.048 -0.203 -0.307
O 11.309 0.929 -3.233 -0.06 0.567 -0.053
O -28.919 1.547 -1.454 -0.213 0.074 -0.224
O 19.972 -6.765 -5.363 -0.28 0.002 -0.213
O -2.811 -5.118 -5.818 -0.447 -0.112 0.172
O 3.093 3.255 -5.172 -0.132 0.287 -0.352
O 13.789 -2.687 -3.575 0.629 -0.052 0.16
O -7.488 -4.408 25.937 0.011 -0.022 -0.197
O -0.462 -3.363 23.453 0.262 0.139 0.294
O 13.216 5.246 25.343 -0.209 -0.342 0.143
O 5.133 -2.869 -2.538 0.25 0.027 0.293
O 9.435 -3.211 -4.604 -0.257 -0.052 0.162
O -13.991 -0.012 25.15 -0.066 0.071 0.631
O -11.622 -3.588 22.556 0.251 0.329 -0.039
O 18.522 -1.96 26.238 0.363 -0.071 -0.35
O 19.253 0.261 25.161 -0.093 0.595 0.058
O -2.189 -5.238 23.084 0.04 -0.088 0.081
O -11.521 -1.883 -2.008 -0.001 0.208 0.024
O -13.872 3.308 -4.9 0.052 -0.014 -0.07
O 10.895 6.611 24.673 0.338 -0.237 0.118
O -23.165 -1.621 -2.941 -0.174 -0.064 -0.49
O -7.836 2.432 -3.339 -0.225 -0.088 -0.088
O -5.634 7.971 22.099 0.039 0.078 0.316
O -17.69 0.041 -5.207 0.337 -0.719 0.117
O 24.283 4.795 -3.396 0.122 0.162 0.277
O 13.536 3.112 -3.331 -0.149 0.151 -0.798
O -17.407 -7.376 -5.625 -0.475 0.04 0.085
O -21.433 -3.04 24.995 0.16 0.03 0.164
O -15.345 -5.809 -5.956 0.81 0.173 -0.262
O 0.926 5.475 -3.074 0.42 0.246 -0.423
O -21.38 5.353 -3.529 0.088 0.658 -0.506
O 25.723 1.383 -6.596 0.084 -0.417 -0.665
O 5.472 2.955 -6.1 0.455 -0.134 0.29
O 5.35 2.591 25.494 -0.008 0.149 0.459
O -11.848 1.761 -6.015 -0.178 -0.169 0.058
O -9.025 4.32 22.963 0.404 -0.36 0.271
O -7.315 6.308 23.169 0.214 0.041 0.513
O -5.792 2.413 -4.89 0.58 -0.46 0.077
O 24.944 8.11 -3.782 -0.509 -0.053 -0.409
O -10.976 -8.171 25.125 -0.221 -0.308 0.174
O 12.584 3.692 23.364 -0.086 -0.223 0.556
O 15.958 2.064 -3.267 0.293 -0.262 -0.405
O 20.917 -3.249 -6.205 -0.024 0.304 -0.222
O 21.15 -5.339 26.451 0.215 -0.142 0.513

Results
total energy: -406617.822 eV
total energy less fixed offsets of O -438.25, Si -107.07 eV per atom: -5.022 eV
